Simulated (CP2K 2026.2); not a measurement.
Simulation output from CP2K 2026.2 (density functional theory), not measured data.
Periodic cell of 2016 atoms, Si1440O576, from a study of silicon, its oxide and their interface. The atomic structure is a simulated model.
Doubt: the forces sum to 5.81 eV/angstrom along one axis rather than to zero, so they err by at least 0.0029 eV/angstrom per atom on average; the grid cutoff is modest.

Settings: functional PBE; method Gaussian and plane waves; basis set DZVP-MOLOPT-SR-GTH; pseudopotentials GTH-PBE; grid cutoff 300 Ry, relative cutoff 40 Ry; k points Gamma only; occupations fixed; spin none; net charge 0.

Cell vectors (angstrom)
a	65.28	0	0
b	0	16.32	0
c	0.3687	-1.5113	33.4549

Atoms and the computed forces on them: element, x, y, z (angstrom), force x, y, z (eV/angstrom)
Si	1.733	-1.675	0.006	-0.287	0.155	0.76
Si	4.262	1.2	0.018	-0.202	0.088	0.715
Si	1.099	4.383	0.208	0.133	-0.151	0.787
Si	3.715	7.046	0.282	0.153	-0.111	0.765
Si	1.554	-7.041	0.296	-0.091	0.088	0.668
Si	3.959	-3.926	0.072	0.186	-0.231	0.708
Si	6.546	-0.959	0.034	0.028	-0.226	0.707
Si	9.043	1.505	0.024	0.333	-0.13	0.663
Si	6.924	3.814	0.271	-0.089	0.133	0.729
Si	8.99	7.091	0.186	0.044	0.018	0.784
Si	6.713	9.24	-0.08	-0.058	0.316	0.634
Si	-6.494	-4.412	0.083	-0.119	0.167	0.794
Si	-3.861	-1.505	0.104	-0.285	0.248	0.687
Si	-1.402	1.556	0.227	0.05	-0.172	0.659
Si	-3.697	3.682	0.121	-0.177	0.052	0.729
Si	-1.17	6.507	0.137	-0.137	0.205	0.752
Si	-4.424	-6.783	0.061	0.315	-0.033	0.653
Si	-1.715	-3.875	-0.012	0.387	-0.358	0.7
Si	2.74	-0.02	1.342	0.008	0.002	-0.076
Si	5.359	2.654	1.51	0.005	-0.018	-0.051
Si	2.63	5.466	1.575	-0.018	-0.004	-0.069
Si	5.348	8.172	1.497	0.02	-0.009	-0.047
Si	2.797	-5.462	1.464	0.016	0.037	-0.037
Si	5.472	-2.652	1.3	-0.003	0.018	-0.046
Si	8.039	0.042	1.523	-0.018	0.013	-0.039
Si	-5.445	2.575	1.234	-0.031	0.017	-0.042
Si	8.018	5.451	1.51	-0.015	-0.006	-0.023
Si	-5.463	8.109	1.557	-0.012	0.004	-0.04
Si	8.033	-5.417	1.104	0.007	-0.027	-0.051
Si	-5.444	-2.718	1.354	-0.02	-0.018	-0.054
Si	-2.666	-0.004	1.436	-0.002	0.003	-0.048
Si	0.046	2.772	1.539	-0.001	0.023	-0.05
Si	-2.704	5.344	1.461	0.017	0.018	-0.054
Si	-0.069	8.112	1.476	-0.009	-0.019	-0.051
Si	-2.782	-5.535	1.287	-0.024	0.009	-0.064
Si	0.009	-2.775	1.212	-0.007	0.001	-0.033
Si	1.402	1.322	2.756	0.01	0.004	0.015
Si	4.02	4.059	2.818	0.012	0.009	0.022
Si	1.291	6.826	2.908	0.002	0.013	0.053
Si	4.1	9.561	2.878	0.006	0	0.032
Si	1.33	-4.094	2.691	-0.004	0.011	0.023
Si	4.092	-1.357	2.732	0.012	0.034	0.029
Si	6.725	1.364	2.909	0.003	0.004	0.025
Si	9.502	4.074	2.7	0.01	-0.034	0.009
Si	6.669	6.784	2.849	-0.022	0.015	0.03
Si	9.338	-6.714	2.7	-0.017	0.05	0.026
Si	6.817	-4.051	2.618	0.002	-0.04	-0.01
Si	-6.778	-1.377	2.765	0.02	-0.003	-0.002
Si	-4.112	1.308	2.739	-0.01	0.022	0.021
Si	-1.353	4.072	2.894	0	0.016	0.04
Si	-4.044	6.742	2.798	0.008	-0.012	0.015
Si	-1.423	-6.802	2.74	0.002	0.013	0.023
Si	-4.073	-4.108	2.711	-0.007	-0.029	0.033
Si	-1.289	-1.417	2.697	0.035	-0.014	0.018
Si	0.017	-0.035	4.091	-0.015	-0.004	0.006
Si	2.701	2.679	4.165	-0.005	-0.009	-0.001
Si	-0.027	5.443	4.249	0.002	-0.017	-0.009
Si	2.701	8.191	4.192	-0.005	-0.02	-0.009
Si	-0.025	-5.443	4.078	0.016	-0.006	-0.001
Si	2.694	-2.72	4.064	0.014	-0.011	-0.033
Si	5.391	-0.041	4.188	-0.001	-0.01	0.006
Si	8.152	2.757	4.128	-0.028	0.018	-0.012
Si	5.357	5.417	4.192	-0.002	0.006	0.018
Si	8.082	-8.132	4.105	0.012	0.009	-0.019
Si	5.492	-5.369	4.107	0.006	0.008	-0.002
Si	8.148	-2.741	4.059	-0.01	0.004	0.01
Si	-5.418	-0.04	4.141	0	0.014	-0.005
Si	-2.763	2.678	4.138	-0.002	0.002	-0.005
Si	-5.421	5.388	4.124	-0.017	-0.023	0.004
Si	-2.724	8.15	4.141	-0.002	-0.001	0.001
Si	-5.418	-5.422	4.151	-0.002	0.012	-0.015
Si	-2.685	-2.754	4.066	0.001	-0.013	-0.006
Si	1.363	-1.356	16.352	-0.003	0.007	0.005
Si	4.105	1.366	16.336	0.005	0.013	-0.002
Si	1.37	4.102	16.338	-0.003	0.013	0.005
Si	4.064	6.817	16.351	0.009	-0.016	-0.009
Si	1.359	-6.802	16.375	-0.002	0.002	-0.005
Si	4.071	-4.071	16.338	0.013	-0.012	0.003
Si	6.797	-1.346	16.306	0.012	-0.005	-0.01
Si	-6.792	1.368	16.337	-0.012	-0.011	-0.003
Si	6.827	4.089	16.331	0.012	-0.007	-0.017
Si	-6.742	6.826	16.401	-0.001	-0.005	-0.011
Si	6.775	-6.768	16.305	0.009	-0.002	-0.011
Si	-6.748	-4.056	16.35	-0.008	-0.001	-0.013
Si	-4.064	-1.371	16.329	0.011	-0.011	-0.01
Si	-1.334	1.387	16.346	-0.002	0.006	-0.005
Si	-4.032	4.14	16.357	0.001	0.007	-0.01
Si	-1.358	6.798	16.355	-0.002	0.001	0.001
Si	-4.033	9.526	16.37	0.004	-0.002	-0.007
Si	-1.333	-4.112	16.361	-0.006	-0.011	-0.005
Si	2.707	0.037	17.685	0.009	-0.008	0.002
Si	5.491	2.71	17.692	0.004	0.006	-0.007
Si	2.712	5.449	17.718	0.005	0.019	0.016
Si	5.391	8.235	17.679	0.005	0.005	-0.023
Si	2.715	-5.422	17.723	-0.01	-0.004	-0.019
Si	5.428	-2.691	17.669	-0.003	0.014	0.012
Si	8.144	0.043	17.641	-0.008	0.015	-0.016
Si	-5.436	2.773	17.62	-0.006	0.014	-0.001
Si	8.174	5.47	17.684	0.002	-0.018	0.011
Si	-5.33	8.146	17.758	0	0.008	-0.016
Si	8.137	-5.427	17.668	-0.011	0.014	0.01
Si	-5.424	-2.689	17.725	-0.001	-0.009	0.017
Si	-2.687	-0.022	17.646	-0.014	0.003	0.017
Si	-0.001	2.777	17.71	-0.005	-0.007	0.002
Si	-2.683	5.471	17.783	-0.005	-0.005	0.006
Si	-0.019	-8.174	17.715	0.003	0	0.014
Si	-2.698	-5.441	17.749	0.012	-0.011	0.015
Si	0.03	-2.759	17.705	-0.003	-0.004	0.011
Si	1.348	1.413	19.038	0.012	0.007	-0.016
Si	4.118	4.07	19.012	0.005	-0.013	-0.032
Si	1.321	6.793	19.088	-0.015	-0.02	-0.013
Si	4.026	-6.773	19.116	0.017	-0.01	0
Si	1.374	-4.092	19.123	-0.016	0.02	0.017
Si	4.048	-1.335	19.028	0.016	-0.014	-0.02
Si	6.823	1.35	19.096	-0.01	-0.001	-0.003
Si	-6.757	4.084	19.052	-0.001	-0.007	-0.032
Si	6.763	6.887	18.983	0.034	0.004	-0.015
Si	-6.656	9.527	19.086	0.001	0.005	-0.025
Si	6.784	-4.029	19.036	0.006	-0.004	-0.01
Si	9.516	-1.291	18.963	0.017	-0.025	-0.015
Si	-4.071	1.392	18.89	0.003	-0.009	-0.037
Si	-1.321	4.115	19.145	0.027	-0.002	0
Si	-4.016	6.805	19.208	-0.002	0.003	0.001
Si	-1.38	-6.855	19.111	-0.012	-0.017	-0.021
Si	-4.064	-4.044	19.076	-0.005	-0.004	-0.022
Si	-1.356	-1.408	19.011	-0.013	-0.027	-0.01
Si	-0.009	-0.025	20.31	0.019	0.018	0.029
Si	2.767	2.73	20.39	-0.007	-0.01	0.049
Si	0.048	5.436	20.572	0.005	0.021	0.032
Si	2.598	8.214	20.459	-0.017	0.017	0.048
Si	-0.03	-5.468	20.43	0.009	-0.019	0.051
Si	2.704	-2.666	20.456	0.021	0.011	0.052
Si	5.382	0.007	20.429	-0.017	0.008	0.067
Si	8.253	2.706	20.396	0.011	0.007	0.067
Si	5.408	5.529	20.315	-0.018	0.015	0.018
Si	8.109	8.208	20.389	0.002	0.015	0.027
Si	5.342	-5.34	20.435	-0.003	0.053	0.043
Si	8.167	-2.599	20.356	-0.025	0.013	0.056
Si	-5.418	0.157	20.325	-0.008	0.023	0.05
Si	-2.741	2.656	20.303	-0.019	0.009	0.059
Si	-5.394	5.376	20.478	-0.005	-0.029	0.073
Si	-2.649	-8.197	20.636	0.019	0.02	0.058
Si	-5.302	-5.458	20.483	0.01	0	0.057
Si	-2.762	-2.655	20.44	0.004	0.017	0.033
Si	1.502	-1.094	21.726	-0.101	-0.214	-0.74
Si	3.768	1.115	21.763	0.205	0.095	-0.743
Si	1.707	4.266	21.788	-0.233	-0.078	-0.661
Si	3.788	6.633	21.671	0.126	0.028	-0.664
Si	1.045	-6.977	21.893	0.147	0.089	-0.735
Si	4.258	-3.752	21.833	-0.119	-0.177	-0.703
Si	6.52	-1.556	21.725	0.131	0.04	-0.655
Si	-6.518	1.623	21.817	-0.203	-0.073	-0.742
Si	7.014	4.348	21.513	-0.051	-0.147	-0.696
Si	-7.002	6.521	21.733	0.125	0.145	-0.716
Si	7.038	-6.37	21.625	-0.321	-0.457	-0.59
Si	9.447	-4.259	21.368	0.153	0.272	-0.632
Si	-3.899	-0.958	21.65	-0.024	-0.227	-0.716
Si	-1.593	1.083	21.579	0.036	0.093	-0.746
Si	-4.236	3.735	21.717	0.013	0.151	-0.731
Si	-1.053	6.981	21.992	-0.168	-0.152	-0.723
Si	-3.733	-6.525	21.905	-0.194	-0.259	-0.738
Si	-1.585	-4.251	21.671	0.121	0.133	-0.789
Si	1.732	1.166	25.914	0.018	-0.009	-0.189
Si	4.82	-6.095	-5.298	-0.148	0.073	0.155
Si	6.989	1.47	-3.906	0.053	0.11	0.028
Si	-3.791	5.615	-6.779	0.037	-0.064	-0.112
Si	4.664	-5.828	-2.202	0.059	-0.082	0.17
Si	8.085	-0.996	24.266	-0.012	0.033	-0.069
Si	-5.002	-2.49	24.045	-0.001	-0.174	-0.159
Si	4.323	1.867	24.79	-0.087	-0.104	-0.15
Si	-6.709	7.237	24.692	-0.004	0.008	-0.141
Si	8.46	-0.526	-2.258	-0.003	0.093	0.269
Si	-0.004	2.669	23.849	0.111	0.073	-0.109
Si	14.882	1.737	-3.251	-0.081	0.036	0.07
Si	-2.679	-8.144	-2.046	-0.089	-0.081	0.053
Si	7.116	8.041	26.155	-0.066	-0.031	-0.035
Si	1.563	-6.102	-2.457	0.181	0.069	-0.027
Si	-3.461	-0.584	-2.746	0.012	-0.041	0.105
Si	2.639	-7.874	-6.592	0.041	0.073	-0.089
Si	1.324	3.519	-4.648	-0.011	0.038	0.151
Si	8.389	7.357	-6.174	-0.054	-0.023	0.05
Si	1.263	-3.661	-4.317	-0.051	-0.043	0.097
Si	1.761	-0.822	-3.036	0.011	-0.12	0.086
Si	2.923	3.183	-2.098	0.066	0.027	0.149
Si	-2.179	-5.316	-2.638	-0.218	0.113	0.057
Si	-2.056	7.295	-4.929	-0.056	0.104	0.084
Si	0.058	-2.77	23.949	0.046	-0.006	-0.038
Si	6.092	5.852	-4.553	0.111	0.028	-0.07
Si	-3.335	2.506	-6.534	-0.022	-0.011	-0.011
Si	-8.045	-2.656	-1.936	-0.031	0.043	0.079
Si	-0.771	0.601	-2.567	0.048	-0.013	0.098
Si	-4.985	1.61	-4.097	-0.033	-0.004	-0.027
Si	-6.504	5.944	-2.579	-0.029	-0.04	0.044
Si	-7.279	-0.018	-2.918	-0.03	0.11	0.167
Si	-9.366	5.561	-5.592	-0.075	0.024	0.074
Si	3.144	-4.019	-6.555	-0.029	0.028	-0.106
Si	4.612	7.058	24.462	0.025	0.058	-0.007
Si	-6.987	-7.642	-4.04	0.042	-0.018	-0.017
Si	-2.398	-1.742	25.636	-0.134	-0.003	-0.149
Si	3.944	-0.527	26.259	-0.074	-0.075	0.045
Si	-2.68	-6.501	-6.523	-0.057	0.097	0.012
Si	-3.592	-1.949	-5.461	0.125	0.075	-0.023
Si	-6.671	6.91	-6.466	0.007	0.056	-0.054
Si	4.73	-1.525	-6.342	0.098	0.059	-0.018
Si	2.296	-4.956	24.055	-0.015	0.079	-0.183
Si	0.883	7.984	-4.509	0.003	-0.004	-0.071
Si	-8.289	-4.809	26.198	-0.061	0.065	-0.025
Si	7.463	3.422	-5.741	0.011	0.018	0.002
Si	5.89	4.276	24.284	0.022	0.058	-0.134
Si	-4.727	-5.614	-4.218	0.099	0.06	0.025
Si	-4.299	-7.245	24.969	0.028	0.047	-0.196
Si	-1.563	3.238	-4.141	-0.014	0.057	-0.007
Si	-4.254	4.237	-2.885	0.139	-0.086	0.017
Si	-1.427	-4.257	-5.348	0.059	0.081	-0.005
Si	4.281	0.507	-4.317	-0.021	0.009	-0.067
Si	-2.231	4.849	23.986	0.064	0.033	-0.184
Si	1.37	-1.37	5.467	0.007	0.007	-0.002
Si	4.059	1.341	5.528	0.009	0.007	0.014
Si	1.349	4.047	5.528	0.009	0.011	0.008
Si	4.033	6.8	5.534	-0.017	-0.002	0.004
Si	1.325	9.551	5.495	0.007	0.016	0.002
Si	4.074	-4.053	5.443	-0.006	0.003	0.01
Si	6.795	-1.402	5.464	0.008	0.001	0.015
Si	9.526	1.352	5.415	0.003	-0.008	0.001
Si	6.787	4.091	5.496	0.008	-0.015	0.013
Si	-6.784	6.764	5.49	-0.006	-0.002	0.004
Si	6.78	-6.77	5.49	-0.002	0.003	0.004
Si	-6.779	-4.068	5.503	0.008	-0.009	0.006
Si	-4.036	-1.393	5.463	0.002	-0.031	-0.001
Si	-1.365	1.318	5.458	0.003	0	-0.005
Si	-4.079	4.054	5.514	0.019	0.002	0.003
Si	-1.384	6.821	5.548	0.003	0.008	0.014
Si	-4.076	-6.804	5.497	0.002	0.001	0.006
Si	-1.357	-4.093	5.465	0	0.01	0.005
Si	2.698	-0.016	6.864	-0.001	0.007	-0.002
Si	5.441	2.712	6.847	-0.001	0.004	0.003
Si	2.698	5.422	6.879	0.006	0.007	0.002
Si	5.421	-8.143	6.841	-0.005	0	-0.005
Si	2.72	-5.417	6.82	-0.009	-0.004	-0.007
Si	5.427	-2.726	6.838	0.004	0.004	-0.012
Si	8.167	-0.012	6.785	-0.002	-0.002	0.002
Si	-5.414	2.703	6.891	-0.004	-0.006	0.002
Si	-8.13	5.456	6.904	-0.003	0.002	-0.003
Si	-5.435	-8.171	6.845	-0.007	-0.007	0
Si	-8.127	-5.436	6.871	-0.006	0.004	-0.003
Si	-5.413	-2.715	6.85	0.006	0.009	-0.007
Si	-2.703	-0.028	6.842	0.001	0.002	-0.013
Si	-0.025	2.685	6.848	-0.006	0	-0.008
Si	-2.735	5.432	6.873	-0.015	0.005	-0.001
Si	-0.007	8.181	6.873	0.002	-0.001	-0.007
Si	-2.71	-5.443	6.844	0.012	-0.004	-0.005
Si	0.004	-2.728	6.822	0.002	-0.01	0.002
Si	1.343	1.347	8.215	-0.002	-0.01	-0.004
Si	4.085	4.073	8.208	0	0	-0.007
Si	1.347	6.802	8.216	-0.003	-0.005	0.002
Si	4.062	-6.787	8.189	-0.009	-0.01	-0.002
Si	1.366	-4.07	8.191	0.016	0.008	-0.002
Si	4.081	-1.361	8.203	0.005	0.001	0.004
Si	6.815	1.345	8.168	-0.002	0.005	-0.005
Si	-6.778	4.074	8.239	-0.008	-0.001	-0.007
Si	6.802	6.814	8.174	0.019	0.016	-0.003
Si	-6.777	-6.804	8.22	-0.002	-0.002	-0.001
Si	6.791	-4.086	8.186	-0.008	-0.006	-0.002
Si	-6.77	-1.359	8.221	0.003	-0.003	-0.009
Si	-4.046	1.34	8.221	0.008	0.011	-0.006
Si	-1.361	4.067	8.21	0.006	-0.009	-0.007
Si	-4.086	6.799	8.222	0.009	-0.002	-0.004
Si	-1.361	-6.785	8.224	0.001	0.002	0
Si	-4.064	-4.08	8.207	-0.006	-0.003	-0.005
Si	-1.344	-1.375	8.201	0	0.003	-0.003
Si	-0.002	-0.013	9.573	-0.004	0.007	0
Si	2.718	2.715	9.556	-0.001	0.006	-0.001
Si	-0.003	5.433	9.565	-0.007	0.008	0
Si	2.718	-8.154	9.554	-0.001	0.005	-0.001
Si	0.011	-5.426	9.56	0.005	-0.002	-0.005
Si	2.722	-2.718	9.559	-0.001	0.002	-0.002
Si	5.45	0.004	9.542	0.004	-0.001	-0.002
Si	-8.145	2.726	9.59	-0.001	0.007	0.001
Si	5.449	5.448	9.539	-0.002	-0.006	-0.001
Si	-8.14	-8.139	9.597	-0.015	0.002	0.002
Si	5.433	-5.441	9.546	0	0	-0.004
Si	-8.127	-2.712	9.588	0.005	-0.005	0.001
Si	-5.418	0.001	9.581	-0.003	0.005	-0.002
Si	-2.704	2.712	9.58	0.002	0.002	-0.001
Si	-5.43	5.445	9.591	-0.006	0.003	-0.004
Si	-2.717	-8.159	9.567	-0.005	0	0
Si	-5.42	-5.437	9.57	0.009	-0.008	-0.001
Si	-2.706	-2.721	9.566	0.006	-0.001	-0.003
Si	1.367	-1.362	10.923	0.006	0.004	0.002
Si	4.089	1.362	10.904	0.004	-0.005	-0.002
Si	1.369	4.081	10.918	0.004	-0.002	-0.002
Si	4.085	-9.516	10.901	-0.001	0.007	-0.001
Si	1.365	-6.792	10.911	-0.004	-0.007	0.002
Si	4.082	-4.079	10.909	0	-0.003	0.001
Si	6.809	-1.356	10.892	-0.007	-0.007	0.002
Si	-6.775	1.369	10.936	0.002	-0.005	-0.008
Si	-9.495	4.099	10.951	0.001	-0.005	0
Si	-6.784	-9.507	10.946	-0.003	-0.002	-0.001
Si	-9.495	-6.781	10.962	0.008	0.005	0.001
Si	-6.773	-4.079	10.94	-0.002	0	-0.003
Si	-4.058	-1.359	10.933	0.003	0.002	-0.004
Si	-1.346	1.354	10.936	0.006	-0.003	0.003
Si	-4.06	4.083	10.931	0.004	-0.003	0
Si	-1.356	6.799	10.918	-0.003	-0.007	0.001
Si	-4.064	-6.794	10.927	-0.002	0.003	-0.004
Si	-1.343	-4.072	10.924	-0.002	-0.002	0
Si	2.731	0.005	12.266	0	-0.001	0
Si	5.45	2.733	12.249	-0.001	0.002	0.002
Si	2.729	5.448	12.269	0.001	0.002	0.003
Si	5.438	-8.156	12.259	0.002	-0.004	0.002
Si	2.72	-5.434	12.269	0.003	-0.002	-0.005
Si	5.445	-2.711	12.25	0.005	0.006	-0.001
Si	8.176	0.007	12.237	-0.005	0.006	-0.004
Si	-5.418	2.733	12.291	-0.008	0.01	-0.001
Si	-8.137	5.461	12.311	-0.003	0.002	0.007
Si	-5.424	-8.14	12.291	0.006	-0.001	-0.001
Si	-8.135	-5.421	12.313	-0.007	-0.006	0.005
Si	-5.411	-2.721	12.291	0	0	0.003
Si	-2.707	0.004	12.298	-0.006	0.006	0.002
Si	0.019	2.72	12.28	-0.005	0	0.005
Si	-2.707	5.448	12.285	0	0.002	0.002
Si	0.01	8.161	12.263	-0.002	0.007	-0.002
Si	-2.694	-5.441	12.276	-0.001	-0.004	-0.002
Si	0.008	-2.713	12.287	0	0	-0.001
Si	1.385	1.366	13.635	0.014	-0.003	0.006
Si	4.096	4.092	13.623	-0.003	0.003	0.007
Si	1.365	6.809	13.626	-0.005	0.008	0
Si	4.075	-6.796	13.62	-0.002	0	0.006
Si	1.366	-4.078	13.636	0.002	-0.006	0.006
Si	4.085	-1.359	13.615	0.006	0.001	0.005
Si	6.812	1.37	13.596	0.008	0.001	0.006
Si	-6.761	4.103	13.653	0.009	-0.014	0.004
Si	6.796	-9.521	13.608	0.006	-0.011	0.004
Si	-6.772	-6.783	13.664	-0.007	0.007	0.003
Si	6.806	-4.068	13.599	-0.002	-0.005	0.003
Si	9.536	-1.363	13.587	0.002	-0.005	0.006
Si	-4.062	1.377	13.651	0	-0.003	-0.001
Si	-1.341	4.086	13.63	-0.001	0.002	0.002
Si	-4.059	6.824	13.636	-0.015	0.003	0.001
Si	-1.336	9.517	13.629	0.002	-0.014	-0.002
Si	-4.045	-4.086	13.637	0.015	-0.014	-0.001
Si	-1.345	-1.355	13.652	-0.006	0.002	0.003
Si	0.019	0.016	14.994	-0.007	-0.005	0.002
Si	2.741	2.736	14.99	0.002	-0.006	0.005
Si	0.007	5.452	14.986	-0.005	-0.008	-0.005
Si	2.713	8.171	14.989	-0.002	0.001	0.01
Si	0.018	-5.453	14.991	-0.004	-0.005	0.001
Si	2.721	-2.708	14.983	0.001	-0.002	0.001
Si	5.447	0.013	14.952	-0.004	-0.001	0.002
Si	8.175	2.741	14.939	0.009	0.012	0.006
Si	5.443	5.453	14.994	0.004	0.008	0.01
Si	8.149	-8.15	14.954	-0.008	0.007	0.01
Si	5.428	-5.414	14.953	0.009	0.001	-0.007
Si	8.17	-2.711	14.956	-0.008	0.003	-0.002
Si	-5.422	0.006	14.992	-0.011	0	0.004
Si	-2.699	2.746	15	0	0.007	0.005
Si	-5.407	5.479	15.005	0.009	0.008	0.003
Si	-2.694	8.17	14.995	-0.004	0.005	-0.005
Si	-5.395	-5.433	15.01	0.001	-0.002	0.005
Si	-2.691	-2.739	15.002	-0.007	-0.003	0.003
Si	17.779	-1.679	0.18	-0.201	0.306	0.683
Si	20.51	1.007	-0.109	-0.058	0.218	0.677
Si	17.59	4.446	-0.043	0.094	-0.272	0.637
Si	19.973	7.074	-0.064	0.282	-0.117	0.725
Si	17.869	-6.917	-0.059	-0.199	0.171	0.713
Si	20.178	-3.803	0.058	0.281	-0.323	0.605
Si	22.849	-1.1	-0.052	0.186	-0.075	0.745
Si	25.607	1.69	-0.013	0.136	-0.238	0.711
Si	23.297	3.862	-0.144	-0.315	0.189	0.683
Si	25.505	6.921	-0.14	0.218	-0.068	0.658
Si	23.398	9.272	-0.136	-0.149	0.107	0.689
Si	9.847	-4.322	-0.018	-0.359	0.113	0.792
Si	12.404	-1.755	-0.013	-0.156	0.35	0.721
Si	14.659	1.802	-0.173	0.183	-0.369	0.694
Si	12.321	3.952	0.02	-0.164	0.179	0.732
Si	15.305	6.618	-0.123	-0.304	0.182	0.743
Si	11.843	-6.749	0.068	0.238	-0.055	0.716
Si	14.745	-3.84	0.124	0.055	-0.284	0.716
Si	18.994	-0.046	1.332	0.013	0.002	-0.052
Si	21.649	2.715	1.115	0.008	-0.032	-0.064
Si	18.98	5.566	1.43	0.009	0.032	-0.035
Si	21.726	8.153	1.119	-0.003	0.006	-0.032
Si	19.06	-5.445	1.299	-0.015	0.007	-0.022
Si	21.778	-2.68	1.314	0.011	0.024	-0.049
Si	24.442	0.059	1.233	-0.01	0.005	-0.067
Si	10.759	2.679	1.225	-0.006	0.019	-0.027
Si	24.378	5.429	1.258	0.004	-0.027	-0.047
Si	10.66	-8.16	1.459	-0.013	-0.011	-0.055
Si	24.54	10.835	1.21	0.012	0.003	-0.051
Si	10.885	-2.798	1.441	0.007	-0.005	-0.054
Si	13.554	0.033	1.074	0.012	0.053	-0.034
Si	16.351	2.788	1.151	-0.003	0.022	-0.056
Si	13.587	5.544	1.191	0.032	0	-0.035
Si	16.331	8.198	1.283	0.016	0.011	-0.075
Si	13.543	-5.542	1.239	-0.019	0.011	-0.061
Si	16.218	-2.727	1.518	-0.022	-0.02	-0.026
Si	17.628	1.392	2.584	-0.012	0.003	0.003
Si	20.371	4.078	2.581	0.032	-0.021	-0.008
Si	17.618	6.881	2.757	-0.02	0.004	0.031
Si	20.429	9.497	2.6	0.005	-0.012	0.033
Si	17.655	-4.144	2.709	0.042	0	0.012
Si	20.376	-1.38	2.704	0.012	0.008	0.039
Si	23.043	1.409	2.577	-0.035	0.001	0.04
Si	25.809	4.142	2.631	-0.006	-0.011	0.024
Si	23.013	6.788	2.58	0.001	0.016	0.029
Si	25.878	9.444	2.555	0.026	-0.002	0.026
Si	23.151	12.206	2.572	0.014	-0.002	0.005
Si	9.493	-1.38	2.706	0.005	0.005	-0.006
Si	12.181	1.326	2.549	0.021	-0.01	0.019
Si	14.958	4.14	2.567	0.001	0.008	0.028
Si	12.188	6.806	2.638	-0.002	-0.037	-0.005
Si	14.917	-6.827	2.633	0.011	0.013	0.028
Si	12.253	-4.17	2.732	-0.01	-0.013	0.028
Si	14.855	-1.245	2.658	-0.052	0.012	0.025
Si	16.28	0.052	3.993	-0.001	-0.003	0.017
Si	19.004	2.731	3.955	-0.003	0.011	0.011
Si	16.263	5.454	4.031	-0.005	0.008	-0.008
Si	19.054	8.2	4.034	0.004	-0.013	0.008
Si	16.278	-5.486	4.034	0.009	-0.016	0.001
Si	19.015	-2.754	4.036	0.007	0.013	0.013
Si	21.742	0.023	3.997	0.003	0.008	-0.004
Si	24.438	2.737	3.958	-0.007	-0.007	-0.012
Si	21.717	5.418	3.979	-0.007	0.011	0.008
Si	24.451	8.13	3.92	0.011	0.016	-0.003
Si	21.775	10.868	3.957	0.003	-0.004	0
Si	24.457	-2.735	3.964	-0.005	-0.002	0.017
Si	10.874	0.001	4.014	0.012	0.024	0.004
Si	13.573	2.724	3.907	0.007	-0.002	-0.023
Si	10.883	5.424	4.036	0.006	-0.006	-0.002
Si	13.551	8.153	4.009	-0.002	0.005	0.01
Si	10.807	-5.452	4.069	0.003	-0.01	-0.018
Si	13.572	-2.703	4.026	0.022	-0.015	-0.014
Si	17.692	-1.41	16.276	0.002	0.008	-0.013
Si	20.405	1.273	16.34	-0.006	0	0
Si	17.699	4.03	16.283	-0.004	0.008	-0.012
Si	20.419	6.725	16.273	-0.015	-0.008	-0.005
Si	17.717	-6.836	16.262	0	0.005	-0.007
Si	20.404	-4.154	16.299	-0.01	0.004	0.002
Si	23.11	-1.418	16.323	-0.002	-0.018	-0.003
Si	9.531	1.378	16.286	-0.001	0.002	-0.017
Si	23.091	3.995	16.306	-0.009	0.007	-0.011
Si	9.523	-9.549	16.257	0.007	-0.018	-0.001
Si	23.125	9.458	16.294	-0.01	0.001	-0.006
Si	9.526	-4.082	16.308	-0.011	-0.017	-0.006
Si	12.268	-1.356	16.282	-0.006	0.006	-0.003
Si	15.003	1.316	16.266	-0.007	-0.006	-0.016
Si	12.275	4.075	16.254	0.008	-0.002	-0.011
Si	14.975	6.761	16.264	-0.002	0.002	-0.012
Si	12.241	-6.815	16.244	-0.005	-0.005	-0.007
Si	14.999	-4.092	16.223	-0.001	0.017	-0.012
Si	19.02	-0.092	17.694	0.009	-0.018	0.02
Si	21.789	2.607	17.712	0.013	-0.002	-0.003
Si	19.066	5.372	17.645	-0.004	0.006	0.021
Si	21.775	8.072	17.641	0.029	-0.012	-0.002
Si	19.051	-5.508	17.685	-0.006	-0.005	0.006
Si	21.762	-2.811	17.669	0.007	0.012	0.024
Si	24.473	-0.08	17.714	0.013	0.005	-0.009
Si	10.924	2.732	17.609	-0.039	-0.011	0.005
Si	24.425	5.339	17.692	0.009	0.006	0.021
Si	10.894	-8.209	17.583	-0.009	0.019	-0.021
Si	24.526	10.779	17.656	0.011	0	-0.008
Si	10.886	-2.692	17.636	0.003	0.001	0.006
Si	13.685	-0.052	17.645	0.016	0.003	-0.001
Si	16.336	2.674	17.643	0.007	-0.007	-0.003
Si	13.627	5.406	17.646	-0.002	-0.005	0.003
Si	16.352	-8.2	17.589	0	-0.017	0.012
Si	13.609	-5.421	17.54	0.003	0.008	0.004
Si	16.353	-2.782	17.633	-0.017	-0.003	0
Si	17.63	1.286	19.035	0.001	-0.012	-0.019
Si	20.398	3.972	19.016	-0.014	0.014	-0.016
Si	17.711	6.77	18.974	-0.008	0.015	-0.047
Si	20.425	-6.911	19.007	-0.023	-0.013	-0.018
Si	17.658	-4.152	19.038	0	-0.001	-0.004
Si	20.333	-1.532	19.049	-0.003	-0.016	-0.032
Si	23.12	1.218	19.133	-0.027	0.03	0.004
Si	9.578	4.083	18.997	-0.004	0.011	-0.041
Si	23.106	6.744	19.067	0.001	0.005	-0.008
Si	9.504	-6.888	18.917	-0.022	-0.03	-0.018
Si	23.194	-4.16	18.991	0.004	0.032	-0.029
Si	25.837	-1.404	19.118	-0.004	-0.022	0.01
Si	12.357	1.399	18.917	0.008	0.021	-0.044
Si	15.016	4.063	19.01	-0.006	0.012	-0.012
Si	12.251	-9.537	18.971	-0.012	-0.005	-0.019
Si	14.952	-6.802	18.853	0.017	-0.006	-0.049
Si	12.288	-4.063	18.929	0.019	0.015	-0.028
Si	15.005	-1.473	19.035	-0.011	0.013	-0.036
Si	16.314	-0.109	20.434	0	-0.01	0.038
Si	19.012	2.625	20.38	0.007	0	0.06
Si	16.363	5.427	20.361	0.01	0.011	0.064
Si	19.041	8.11	20.396	-0.012	0.017	0.067
Si	16.241	-5.516	20.313	-0.014	0.008	0.075
Si	19.016	-2.929	20.501	0.019	0.002	0.042
Si	21.7	-0.183	20.401	-0.005	-0.016	0.091
Si	24.488	2.504	20.58	0.032	0.003	0.046
Si	21.717	5.354	20.386	0.001	0.004	0.044
Si	24.584	8.018	20.443	0.004	-0.042	0.045
Si	21.892	-5.622	20.283	0.031	-0.017	0.03
Si	24.499	-2.823	20.474	-0.012	-0.013	0.078
Si	10.997	0.022	20.206	-0.012	-0.006	0.088
Si	13.668	2.737	20.381	0.004	-0.004	0.069
Si	10.917	5.472	20.381	-0.01	-0.019	0.034
Si	13.634	-8.138	20.221	0.007	0.002	0.071
Si	10.92	-5.511	20.125	0.016	-0.012	0.033
Si	13.647	-2.827	20.425	-0.006	-0.025	0.038
Si	17.88	-1.274	21.782	-0.212	-0.278	-0.684
Si	20.1	0.981	21.663	0.162	0.157	-0.778
Si	17.893	4.222	21.694	-0.185	-0.107	-0.682
Si	20.103	6.47	21.699	0.163	0.113	-0.721
Si	17.422	-7.02	21.636	0.199	0.065	-0.758
Si	20.669	-4.243	21.649	-0.297	-0.022	-0.654
Si	22.735	-1.861	21.701	0.199	0.211	-0.776
Si	10.054	1.666	21.549	-0.302	-0.042	-0.783
Si	23.257	4.163	21.695	-0.138	-0.202	-0.672
Si	9.23	6.549	21.62	0.171	0.234	-0.762
Si	23.457	-6.696	21.689	-0.105	-0.149	-0.701
Si	25.651	-4.443	21.761	0.125	0.199	-0.705
Si	12.456	-1.192	21.593	-0.177	-0.188	-0.731
Si	14.669	1.038	21.677	0.206	0.143	-0.75
Si	12.18	4	21.726	0.213	0.208	-0.677
Si	15.224	-9.211	21.547	-0.031	-0.169	-0.794
Si	12.395	-6.652	21.528	-0.121	-0.103	-0.706
Si	14.673	-4.522	21.77	0.131	0.289	-0.699
Si	25.343	-1.987	26.022	0.003	-0.043	-0.153
Si	23.233	-7.839	24.557	-0.01	0.026	-0.04
Si	21.222	0.425	-5.201	-0.102	0.016	0.037
Si	15.943	7.684	-5.349	0.069	0.13	0.009
Si	23.669	7.188	-4.272	-0.029	-0.166	0.006
Si	20.843	1.329	24.635	-0.033	-0.054	-0.086
Si	10.692	-2.685	23.645	0.063	-0.066	-0.069
Si	22.611	-1.282	24.681	-0.073	-0.113	-0.196
Si	7.904	-6.1	24.268	-0.13	-0.028	-0.067
Si	25.983	0.305	-2.7	-0.049	0.043	0.031
Si	15.092	1.43	24.717	-0.036	-0.113	-0.013
Si	28.987	2.416	-7.151	-0.059	-0.016	0.007
Si	12.127	2.072	-4.418	0.05	0.02	0.003
Si	21.122	-5.045	-4.873	-0.119	0.037	0.013
Si	18.982	-5.374	23.833	0.01	-0.092	-0.083
Si	12.247	-3.006	-4.824	-0.072	-0.061	-0.05
Si	14.808	-7.936	-2.736	0.095	-0.058	0.058
Si	17.493	2.614	-4.788	-0.037	-0.088	0.09
Si	18.758	1.204	-7.074	0.018	-0.017	0.002
Si	17.954	-1.39	-2.743	0.035	-0.156	-0.015
Si	21.249	-1.937	-6.985	-0.05	0.038	-0.123
Si	19.329	1.179	-3.007	-0.002	-0.065	0.124
Si	13.41	-7.784	-6.852	0.095	0.127	-0.137
Si	17.91	5.58	-4.966	0.098	0.086	0.096
Si	17.782	-2.554	24.576	-0.048	0.149	-0.102
Si	18.429	5.824	26.285	0.015	-0.063	-0.069
Si	13.914	5.495	23.887	-0.036	-0.072	-0.059
Si	10.604	-2.512	-2.33	0.109	-0.051	0.135
Si	13.661	-0.359	-4.796	-0.075	0.065	-0.039
Si	8.444	3.709	25.476	0.071	0.025	-0.031
Si	10.591	5.531	-2.069	0.088	-0.017	0.128
Si	9.377	3.25	-3.742	-0.007	-0.133	-0.059
Si	9.693	1.37	24.445	0.002	-0.045	-0.098
Si	20.863	6.766	24.665	0.014	-0.036	-0.078
Si	13.471	-4.721	-6.967	0.103	0.031	-0.028
Si	5.151	5.294	-1.888	-0.112	-0.066	0.113
Si	15.146	-3.851	24.807	-0.082	-0.157	-0.117
Si	24.267	0.919	-4.953	-0.059	-0.015	0.074
Si	14.212	-1.248	25.704	-0.011	0.122	-0.091
Si	10.766	-7.275	-5.177	0.005	0.056	-0.064
Si	10.981	-6.806	26.165	0.004	-0.048	0
Si	17.436	-3.881	-4.162	0.095	0.006	-0.001
Si	19.019	-4.171	-6.672	0.045	0.011	0.009
Si	16.049	-5.438	-2.108	0.061	0.005	0.071
Si	2.994	6.101	-5.225	-0.036	0.019	0.072
Si	22.3	4.686	-3.101	0.073	-0.043	0.029
Si	12.447	1.031	26.006	0.031	-0.026	-0.024
Si	11.966	-8.172	-2.763	-0.079	0.013	0.245
Si	7.674	-3.45	25.81	0.094	-0.109	-0.06
Si	16.588	3.857	24.502	0.075	0.079	-0.012
Si	10.1	-2.459	-7.093	-0.012	-0.005	0.012
Si	20.035	-3.466	-2.855	0.03	0.069	0.087
Si	19.484	5.104	-2.343	-0.031	-0.005	0.189
Si	10.351	-7.809	23.611	0.003	0.007	-0.187
Si	17.643	-1.353	5.344	-0.008	-0.007	0.003
Si	20.361	1.37	5.34	0.006	0.004	0.005
Si	17.658	4.084	5.348	-0.001	0.003	0.007
Si	20.381	6.783	5.36	-0.005	-0.003	0.013
Si	17.667	9.516	5.399	0.006	0.001	0.008
Si	20.404	12.208	5.355	-0.01	-0.002	0.008
Si	23.102	-1.366	5.337	-0.008	-0.007	0.001
Si	25.77	1.358	5.35	-0.009	0.003	0.005
Si	23.095	4.082	5.344	0.005	-0.011	0.009
Si	9.51	6.809	5.393	-0.01	-0.009	-0.016
Si	23.126	9.501	5.318	0.001	-0.007	0.01
Si	9.501	-4.074	5.444	0.014	-0.001	0.001
Si	12.21	-1.363	5.396	-0.009	-0.015	0.005
Si	14.921	1.398	5.345	0.001	0.017	0.004
Si	12.244	4.052	5.362	0.029	0.001	0.003
Si	14.907	6.798	5.39	-0.005	-0.005	0
Si	12.196	-6.82	5.392	0	0.012	0.005
Si	14.95	-4.069	5.372	-0.018	0.008	0.013
Si	19.017	-0.005	6.707	-0.007	0.003	0.001
Si	21.733	2.716	6.707	0.003	0.005	0.001
Si	19.02	5.429	6.726	0.006	0.001	0.001
Si	21.764	8.142	6.701	0.004	-0.002	-0.005
Si	19.039	10.872	6.741	0.005	0	0.006
Si	21.751	-2.734	6.707	0.006	0.001	0.006
Si	24.445	-0.016	6.724	0.002	0.004	-0.002
Si	10.89	2.714	6.761	0.005	-0.007	-0.008
Si	8.164	5.467	6.802	-0.009	0.003	-0.002
Si	10.868	-8.177	6.779	0.016	0.002	-0.004
Si	8.162	-5.432	6.827	0.005	-0.001	0
Si	10.866	-2.71	6.782	-0.011	0.002	0.011
Si	13.593	0.008	6.726	0.003	0.001	-0.005
Si	16.302	2.724	6.719	-0.004	0.007	0.004
Si	13.577	5.419	6.75	0.004	-0.001	0.007
Si	16.302	8.142	6.741	0.001	-0.002	-0.003
Si	13.577	-5.438	6.727	-0.012	0.003	-0.004
Si	16.313	-2.721	6.734	0.012	0.002	0.002
Si	17.663	1.349	8.078	-0.003	0.005	-0.006
Si	20.385	4.066	8.085	-0.007	-0.001	-0.002
Si	17.667	6.782	8.098	-0.005	-0.013	0.005
Si	20.403	9.493	8.081	-0.011	-0.007	-0.007
Si	17.679	-4.083	8.095	0.015	0.016	0.002
Si	20.383	-1.376	8.067	-0.005	-0.006	-0.003
Si	23.084	1.343	8.078	-0.012	-0.006	-0.002
Si	9.529	4.079	8.131	0.004	0.006	-0.003
Si	23.108	6.782	8.082	0.004	0.012	0.002
Si	9.526	-6.808	8.155	-0.008	0.008	-0.001
Si	23.112	-4.1	8.068	0.003	0.002	-0.005
Si	9.517	-1.362	8.155	0.006	-0.001	-0.004
Si	12.246	1.352	8.119	-0.002	-0.004	-0.002
Si	14.958	4.073	8.103	0.003	0.011	-0.001
Si	12.23	6.779	8.127	-0.008	-0.013	-0.003
Si	14.945	-6.803	8.093	0.004	-0.002	-0.016
Si	12.236	-4.085	8.116	-0.001	0.004	0
Si	14.953	-1.36	8.092	-0.003	-0.008	-0.003
Si	16.322	-0.013	9.456	0.001	-0.002	0.002
Si	19.033	2.696	9.447	0.005	0.004	0.003
Si	16.321	5.421	9.467	0.001	-0.002	0.005
Si	19.044	8.134	9.452	0.002	-0.005	-0.001
Si	16.319	-5.455	9.454	0.002	0.007	-0.004
Si	19.044	-2.735	9.454	-0.004	0.001	0.008
Si	21.741	-0.028	9.443	-0.001	0.009	-0.002
Si	8.174	2.722	9.507	-0.001	-0.011	-0.002
Si	21.752	5.416	9.45	-0.001	0	-0.002
Si	8.162	-8.152	9.527	0	0.001	0.006
Si	21.762	-5.465	9.443	0.001	0.001	-0.004
Si	8.158	-2.717	9.523	-0.003	0.016	-0.001
Si	10.89	-0.003	9.493	-0.011	-0.002	0.002
Si	13.61	2.709	9.473	0.017	0.007	-0.001
Si	10.88	5.431	9.502	0.009	0.005	0.006
Si	13.6	-8.17	9.47	-0.001	-0.004	0
Si	10.889	-5.44	9.497	0.005	-0.008	0
Si	13.604	-2.726	9.466	-0.006	0.005	0.002
Si	17.686	-1.378	10.818	0.006	0.001	0.002
Si	20.391	1.328	10.813	-0.005	-0.016	-0.003
Si	17.684	4.053	10.82	-0.009	0.008	0
Si	20.397	6.766	10.821	-0.003	0	0.002
Si	17.686	9.498	10.812	0.003	-0.004	-0.001
Si	20.406	-4.106	10.81	-0.004	0.002	-0.002
Si	23.102	-1.392	10.81	-0.006	0.003	-0.001
Si	9.533	1.354	10.859	0.015	0.005	-0.001
Si	6.813	4.08	10.878	0.007	0.009	-0.003
Si	9.523	-9.525	10.867	-0.011	0	-0.004
Si	6.797	-6.802	10.892	0.003	0	0
Si	9.525	-4.084	10.865	-0.006	-0.009	-0.002
Si	12.249	-1.372	10.841	0	0.003	0
Si	14.972	1.345	10.828	-0.009	0.001	-0.001
Si	12.253	4.067	10.841	-0.007	-0.004	-0.003
Si	14.967	6.785	10.827	0.01	-0.003	0.002
Si	12.248	-6.809	10.845	-0.002	0.008	-0.002
Si	14.966	-4.094	10.823	0	0.001	0
Si	19.053	-0.037	12.19	0.003	0.015	0.006
Si	21.755	2.675	12.182	-0.001	0.005	0
Si	19.046	5.399	12.19	-0.002	-0.011	0.001
Si	21.766	8.116	12.182	0	0.001	0.001
Si	19.057	10.846	12.174	0.003	0.008	0.003
Si	21.761	-2.758	12.188	0.008	-0.002	0.001
Si	24.457	-0.039	12.183	0.004	-0.009	0.002
Si	10.897	2.711	12.206	-0.005	-0.003	-0.001
Si	8.163	5.445	12.236	0.013	0.004	0.002
Si	10.885	-8.16	12.213	-0.001	-0.003	0.002
Si	8.159	-5.433	12.232	-0.008	0.001	0.001
Si	10.89	-2.723	12.214	0.001	0.003	-0.004
Si	13.613	-0.011	12.191	0.002	-0.002	0.002
Si	16.342	2.69	12.192	0.009	0.001	0.006
Si	13.617	5.423	12.196	-0.008	-0.002	0.003
Si	16.338	8.134	12.184	-0.005	-0.001	0.004
Si	13.614	-5.452	12.199	0.004	-0.003	0.001
Si	16.335	-2.743	12.181	0.004	0.006	0.007
Si	17.708	1.326	13.555	0.003	-0.018	0.002
Si	20.397	4.021	13.553	-0.006	0.004	0.002
Si	17.692	6.764	13.552	-0.002	0.004	0.002
Si	20.412	9.475	13.541	-0.004	-0.002	0.004
Si	17.706	-4.108	13.534	0.002	-0.005	0.002
Si	20.409	-1.404	13.561	-0.007	-0.007	-0.002
Si	23.104	1.313	13.561	-0.004	0.006	0.008
Si	9.537	4.073	13.561	0.004	-0.006	-0.012
Si	23.113	6.746	13.558	0.004	-0.007	0.006
Si	9.513	-6.805	13.576	-0.005	0.005	-0.002
Si	23.109	-4.123	13.566	-0.005	0.012	0.006
Si	25.804	-1.411	13.552	0.002	0	0.008
Si	12.256	1.347	13.56	-0.005	0.007	-0.005
Si	14.98	4.048	13.548	0.002	0.004	0.001
Si	12.256	6.79	13.549	-0.001	0.001	0
Si	14.983	9.497	13.545	0.004	-0.002	0
Si	12.25	-4.091	13.563	-0.005	0.001	0.001
Si	14.978	-1.376	13.538	-0.02	0.015	-0.001
Si	16.352	-0.039	14.902	0.007	0.003	0.001
Si	19.067	2.657	14.947	0.006	0.002	0.008
Si	16.338	5.396	14.914	-0.002	-0.01	0.004
Si	19.068	8.11	14.911	0.007	0	0.009
Si	16.359	-5.472	14.893	0.003	0.002	0
Si	19.06	-2.774	14.926	0.002	0.008	0.011
Si	21.761	-0.055	14.942	0.008	0	0.009
Si	24.465	2.658	14.938	0.009	0.003	0.001
Si	21.761	5.363	14.914	0	-0.002	-0.006
Si	24.472	8.091	14.936	-0.001	0.001	0.004
Si	21.762	10.819	14.926	0.002	-0.005	0.001
Si	24.465	-2.773	14.944	0.001	-0.007	0.002
Si	10.897	0.004	14.935	-0.007	0.003	0.001
Si	13.629	2.688	14.917	-0.006	-0.009	0.003
Si	10.901	5.428	14.904	-0.015	-0.004	0
Si	13.621	8.139	14.906	-0.006	0	0.009
Si	10.872	-5.442	14.92	0.003	0.007	0.003
Si	13.617	-2.72	14.904	0.016	-0.002	0.007
Si	34.182	-1.619	-0.014	-0.172	0.265	0.65
Si	37.105	0.999	-0.138	-0.316	0.285	0.693
Si	33.779	4.425	0.061	0.02	-0.155	0.697
Si	36.554	7.004	0.041	0.135	-0.13	0.722
Si	34.33	-7.114	0.076	-0.076	0.094	0.705
Si	36.415	-3.86	0.158	0.253	-0.079	0.761
Si	39.448	-1.147	0.085	0.078	-0.269	0.673
Si	42.006	1.721	0.169	0.153	-0.288	0.656
Si	39.658	3.877	0.061	-0.194	0.218	0.712
Si	-23.271	7.001	-0.072	0.196	-0.138	0.688
Si	-25.497	9.234	0.078	-0.095	0.047	0.689
Si	26.132	11.983	-0.104	-0.059	0.104	0.735
Si	28.769	-1.3	0.116	-0.415	0.185	0.549
Si	30.952	1.514	0.035	0.324	-0.086	0.663
Si	28.869	3.874	0.045	-0.21	0.118	0.688
Si	31.547	6.584	0.067	-0.081	0.11	0.72
Si	28.354	9.736	-0.27	0.155	-0.191	0.72
Si	30.888	-3.728	-0.076	0.423	-0.366	0.577
Si	35.401	-0.003	1.196	0.032	-0.003	-0.056
Si	38.056	2.684	1.271	0.007	-0.01	-0.052
Si	35.353	5.504	1.405	-0.005	0.006	-0.057
Si	-27.142	8.14	1.353	-0.006	0.002	-0.047
Si	35.347	-5.481	1.427	-0.006	-0.012	-0.036
Si	38.162	-2.745	1.297	-0.007	0.003	-0.057
Si	40.894	0.065	1.43	0.004	0.01	-0.037
Si	27.195	2.791	1.302	0.024	-0.003	-0.058
Si	-24.427	5.465	1.33	0.005	0.014	-0.02
Si	27.202	8.103	1.052	-0.019	0.037	-0.036
Si	-24.443	-5.516	1.47	0.006	-0.014	-0.069
Si	27.155	-2.651	1.198	0.008	-0.019	-0.031
Si	29.907	0.093	1.557	0.015	0.029	-0.02
Si	32.656	2.693	1.199	-0.016	0.004	-0.056
Si	29.99	5.422	1.365	0.015	0.011	-0.056
Si	32.713	8.124	1.381	0.016	0.003	-0.079
Si	29.877	-5.453	1.164	-0.012	-0.018	-0.064
Si	32.586	-2.745	1.265	-0.016	-0.004	-0.035
Si	34.042	1.361	2.574	-0.01	-0.008	-0.003
Si	36.712	4.053	2.654	0.036	0.012	0.006
Si	34.022	6.812	2.811	-0.013	-0.011	0.032
Si	-28.488	9.526	2.731	0.001	-0.008	0.03
Si	33.916	-4.112	2.686	0.011	0.043	0.02
Si	36.751	-1.362	2.637	0.005	0.017	0.024
Si	39.438	1.398	2.725	-0.017	0.011	0.046
Si	-23.115	4.154	2.82	-0.015	0.007	0.037
Si	-25.816	6.767	2.726	0.002	-0.025	0.025
Si	-23.017	-6.863	2.747	0.045	0.003	0.037
Si	-25.832	-4.103	2.726	0.001	0.001	0.001
Si	25.766	-1.354	2.583	0.014	0.012	0.012
Si	28.458	1.424	2.765	-0.02	0.019	0.032
Si	31.319	4.016	2.685	0.026	-0.01	0.036
Si	28.536	6.819	2.555	-0.02	0.014	-0.001
Si	31.263	-6.778	2.577	-0.017	0.006	0.013
Si	28.544	-4.048	2.569	-0.011	-0.011	0.031
Si	31.321	-1.357	2.716	0.018	-0.027	0.013
Si	32.698	0.02	4.009	-0.005	-0.007	0.009
Si	35.349	2.706	4.013	-0.01	-0.005	0.01
Si	32.638	5.4	4.074	0.012	-0.014	-0.009
Si	-29.878	8.186	4.098	-0.009	0	0.001
Si	32.574	-5.457	4.035	-0.003	-0.004	0.026
Si	35.346	-2.722	3.989	0.028	-0.016	-0.014
Si	38.076	-0.001	4.053	-0.004	-0.012	-0.016
Si	-24.503	2.76	4.118	0.004	-0.016	-0.003
Si	-27.2	5.401	4.052	0.007	0.013	-0.003
Si	-24.443	-8.185	4.089	0.007	0.005	-0.012
Si	-27.178	-5.432	4.11	-0.002	-0.01	0.01
Si	-24.475	-2.723	4.082	0.006	-0.007	0.009
Si	27.114	-0.023	4.013	0	0.001	-0.002
Si	29.9	2.738	4.064	0.014	0.003	-0.011
Si	27.186	5.484	3.974	0.004	-0.008	0.002
Si	29.892	8.174	3.938	0.016	-0.009	0.014
Si	27.196	-5.454	3.93	-0.016	0.008	-0.021
Si	29.904	-2.736	3.998	-0.007	-0.009	0.002
Si	33.944	-1.377	16.309	-0.001	-0.003	0.008
Si	36.677	1.368	16.256	-0.007	-0.008	-0.008
Si	33.921	4.08	16.239	0.003	-0.005	-0.008
Si	-28.637	6.809	16.293	0.005	0.002	-0.01
Si	33.941	-6.839	16.297	-0.006	0	-0.002
Si	36.624	-4.108	16.264	-0.002	-0.006	-0.005
Si	39.407	-1.339	16.255	0.005	0.003	-0.002
Si	25.812	1.277	16.303	-0.007	-0.004	0
Si	-25.895	4.098	16.305	0.008	-0.001	-0.009
Si	25.806	6.711	16.321	-0.001	-0.016	-0.003
Si	-25.883	-6.785	16.293	0.005	0.01	-0.007
Si	25.841	-4.133	16.303	-0.015	0.002	-0.008
Si	28.508	-1.398	16.298	-0.006	-0.01	0
Si	31.219	1.332	16.281	-0.007	0.002	-0.009
Si	28.526	4.049	16.313	0.001	-0.002	-0.003
Si	31.23	6.751	16.292	0.005	-0.006	-0.005
Si	28.53	-6.823	16.287	0.015	0.005	-0.004
Si	31.223	-4.112	16.29	-0.006	-0.006	-0.009
Si	35.321	0.028	17.621	0.033	0.007	0.027
Si	38.044	2.689	17.644	0.018	0.015	-0.004
Si	35.276	5.411	17.612	-0.015	-0.001	0.02
Si	-27.299	8.217	17.632	-0.01	-0.006	-0.013
Si	35.295	-5.484	17.667	0.014	-0.012	-0.008
Si	38	-2.71	17.534	0.002	-0.005	-0.001
Si	40.753	0.043	17.619	-0.011	0	0.007
Si	27.169	2.652	17.637	0.014	0.017	-0.005
Si	-24.563	5.506	17.648	0.003	-0.009	0.001
Si	27.206	8.086	17.625	-0.007	0.012	-0.013
Si	-24.511	-5.451	17.67	-0.014	0.001	0.009
Si	27.159	-2.749	17.692	0.007	-0.005	-0.005
Si	29.893	-0.061	17.648	0.022	0.014	0.019
Si	32.537	2.763	17.606	-0.018	0.01	-0.001
Si	29.901	5.394	17.701	0.011	-0.014	-0.008
Si	32.595	-8.225	17.651	0.001	-0.004	0.01
Si	29.858	-5.445	17.675	0.012	0.008	0.016
Si	32.579	-2.765	17.661	-0.007	0.006	0
Si	33.892	1.406	18.902	0.017	-0.002	-0.027
Si	36.634	4.033	18.938	-0.004	-0.003	-0.021
Si	33.947	6.727	19.035	-0.011	0.014	-0.026
Si	36.636	-6.814	19.085	0.02	0.005	-0.004
Si	33.937	-4.132	19.013	-0.02	0.013	0.003
Si	36.733	-1.335	18.936	0.025	0.016	-0.025
Si	39.399	1.334	19.036	-0.022	0.007	-0.015
Si	25.736	3.891	19.025	-0.01	-0.049	-0.022
Si	-25.954	6.889	18.979	0.03	-0.012	-0.024
Si	25.883	9.392	19.027	-0.014	0.005	-0.017
Si	39.298	-4.087	18.887	-0.024	-0.03	-0.005
Si	42.133	-1.262	18.978	0.036	0.004	-0.004
Si	28.6	1.363	18.985	-0.017	0	-0.008
Si	31.269	4.078	19.115	0.021	-0.003	0
Si	28.522	6.749	19.034	0.011	0.005	0.003
Si	31.21	-6.863	18.973	0.008	-0.013	-0.034
Si	28.506	-4.079	19.08	0.013	-0.004	-0.021
Si	31.203	-1.45	19.046	-0.022	0	-0.011
Si	32.587	0.013	20.243	-0.011	0	0.028
Si	35.254	2.693	20.298	0.013	0.019	0.044
Si	32.633	5.423	20.525	-0.03	-0.03	0.04
Si	35.313	8.06	20.418	0.007	-0.021	0.064
Si	32.576	-5.532	20.346	-0.007	-0.011	0.055
Si	35.335	-2.692	20.229	0.004	-0.009	0.066
Si	38.106	-0.065	20.431	-0.021	-0.018	0.058
Si	40.743	2.751	20.331	0.009	0.004	0.047
Si	37.941	5.467	20.241	-0.008	-0.001	0.037
Si	-24.585	8.212	20.385	-0.012	0.008	0.044
Si	37.962	-5.365	20.396	0.003	0.03	0.07
Si	40.697	-2.702	20.12	-0.024	0.003	0.027
Si	27.286	0.004	20.355	0.003	0.004	0.045
Si	29.928	2.682	20.454	0.022	0.014	0.051
Si	27.122	5.308	20.252	-0.014	0.002	0.056
Si	29.871	8.124	20.404	0.021	0.025	0.047
Si	27.197	10.788	20.392	0.015	-0.005	0.038
Si	29.853	-2.766	20.533	0.006	0.015	0.02
Si	34.139	-1.155	21.487	-0.07	-0.109	-0.726
Si	36.336	1.022	21.513	0.21	0.038	-0.793
Si	34.262	4.234	21.798	-0.259	-0.13	-0.678
Si	36.475	6.477	21.761	0.06	0.185	-0.688
Si	33.714	-7.111	21.664	0.066	0.087	-0.714
Si	36.862	-3.688	21.674	-0.065	-0.248	-0.72
Si	39.315	-1.708	21.699	0.072	0.328	-0.669
Si	26.272	1.465	21.882	-0.4	-0.187	-0.706
Si	39.429	4.275	21.525	-0.085	-0.265	-0.629
Si	25.617	6.286	21.726	0.147	0.351	-0.722
Si	39.637	-6.405	21.645	-0.162	-0.239	-0.713
Si	41.844	-4.163	21.476	0.193	0.103	-0.678
Si	28.819	-1.028	21.799	-0.134	-0.308	-0.694
Si	31.15	1.097	21.722	0.124	0.285	-0.666
Si	28.272	3.866	21.63	0.285	0.051	-0.725
Si	31.446	7.067	21.772	-0.095	-0.284	-0.667
Si	28.747	9.674	21.767	-0.15	-0.144	-0.668
Si	31	-4.46	21.701	0.062	0.182	-0.752
Si	-27.805	4.691	-6.964	-0.05	-0.003	0.038
Si	-25.783	-7.107	24.629	-0.01	0.035	-0.11
Si	-23.435	0.425	-4.645	0.008	-0.026	0.148
Si	30.711	3.748	26.166	0.113	-0.048	-0.092
Si	-27.667	-4.141	-2.537	-0.047	0.149	-0.041
Si	-23.934	-2.424	23.839	-0.046	0.033	-0.181
Si	27.256	-0.203	24.241	-0.011	0.092	-0.193
Si	-31.355	3.022	-5.13	0.039	0.054	0.09
Si	25.829	6.742	24.717	-0.014	-0.052	-0.061
Si	-27.764	-1.867	-4.318	0.111	0.161	0.038
Si	32.267	3.066	23.712	0.073	-0.055	0.103
Si	-20.719	0.77	-4.136	-0.045	-0.025	0.118
Si	30.31	-7.968	-2.315	-0.028	0.039	0.096
Si	-26.373	-6.528	-2.812	0.044	-0.109	0.081
Si	-30.472	-6.741	24.516	0.142	-0.014	-0.125
Si	28.334	1.568	-4.14	0.13	0.055	0.019
Si	-31.058	-7.864	-5.174	-0.036	0.134	0.058
Si	-30.138	4.163	-2.729	-0.07	0.071	-0.002
Si	-27.3	2.492	23.658	0.166	0.061	-0.098
Si	-32.301	0.279	-5.388	0.152	-0.006	-0.033
Si	-29.435	-0.568	-6.617	-0.059	0.057	-0.025
Si	-28.6	0.549	-3.115	0.062	0.002	0.185
Si	28.007	-3.868	-4.598	0.073	0.099	-0.019
Si	30.581	6.137	-4.237	-0.119	0.083	-0.045
Si	-32.592	-2.848	23.772	0.121	0.011	-0.061
Si	-26.319	7.264	-4.162	0.017	-0.037	0.024
Si	24.316	6.102	-6.92	0.019	0.065	0.076
Si	30.023	-0.114	-2.245	-0.171	0.058	0.103
Si	-31.354	-1.114	-3.036	0.033	-0.056	0.154
Si	24.529	3.842	-4.798	-0.065	0.082	0
Si	25.97	5.741	-3.061	-0.126	0.045	0.077
Si	24.819	-2.33	-2.12	-0.024	0.003	0.166
Si	22.301	3.92	24.65	-0.011	0.033	-0.117
Si	-28.221	7.463	24.658	0.026	0.056	-0.196
Si	-32.624	-5.504	-6.637	-0.007	0.045	0.036
Si	22.939	-6.307	-3.12	-0.044	0.089	0.119
Si	31.065	-1.513	26.102	0.03	0.04	-0.08
Si	-23.113	2.315	-7.071	0.068	0.127	-0.066
Si	29.626	-4.986	-6.769	-0.048	0.066	-0.043
Si	28.716	-2.256	-7.006	0.007	-0.168	0.086
Si	24.94	-4.113	-4.331	-0.019	-0.064	-0.028
Si	-32.312	-3.796	-4.28	-0.011	0.123	0.089
Si	-29.834	-3.96	24.535	-0.009	0.065	-0.089
Si	-32.219	-6.523	-2.733	-0.069	-0.121	0.009
Si	27.719	-7.197	24.699	0.052	0.095	-0.12
Si	-27.357	5.188	-2.218	-0.021	0.054	0.146
Si	-28.474	7.357	-6.251	-0.11	0.012	0.024
Si	23.308	-4.236	-6.786	-0.082	0.02	0.065
Si	26.708	-4.287	24.691	-0.002	-0.062	-0.135
Si	-31.84	5.786	-4.493	0.101	-0.098	0.082
Si	28.501	4.457	-2.954	0.024	-0.025	0.014
Si	30.445	-3.119	-2.941	-0.077	-0.081	0.114
Si	-28.652	2.111	-5.842	0.008	-0.069	0.021
Si	30.147	5.121	23.61	0.002	0.07	0.01
Si	34.017	-1.357	5.383	-0.002	-0.003	0.008
Si	36.704	1.355	5.401	0.007	0.021	0.004
Si	34.001	4.049	5.414	0.007	-0.003	0.013
Si	-28.547	6.781	5.425	0.003	-0.01	0.005
Si	33.977	9.531	5.399	0.006	0.006	0.009
Si	-28.587	-4.067	5.403	-0.014	0.015	0.012
Si	-25.849	-1.356	5.43	0	-0.006	0.005
Si	-23.157	1.384	5.502	-0.01	0.01	0.015
Si	-25.864	4.088	5.476	0.005	0.003	0.006
Si	25.802	6.805	5.335	-0.008	0.003	-0.001
Si	-25.811	-6.807	5.443	0.009	0.003	0.002
Si	25.829	-4.103	5.313	-0.003	-0.003	0.004
Si	28.522	-1.375	5.345	0.006	-0.004	0.004
Si	31.278	1.345	5.37	0.002	0	0.005
Si	28.533	4.121	5.369	-0.013	0.004	0.013
Si	31.236	6.802	5.346	-0.008	0.007	-0.003
Si	28.543	-6.798	5.327	0.011	0.011	-0.005
Si	31.233	-4.09	5.389	0.003	0.006	0.017
Si	35.351	-0.004	6.771	0.004	-0.004	-0.005
Si	-27.233	2.712	6.798	-0.003	-0.004	-0.001
Si	-29.928	5.425	6.772	-0.002	-0.007	0.001
Si	-27.194	-8.169	6.786	0.014	-0.01	-0.008
Si	-29.95	-5.426	6.763	-0.005	0.006	0.003
Si	-27.223	-2.715	6.781	-0.002	-0.009	-0.006
Si	-24.511	0.001	6.831	0.001	0.006	-0.009
Si	27.164	2.718	6.695	0.005	0.001	-0.001
Si	24.462	5.43	6.71	0.004	-0.006	0.001
Si	27.171	8.164	6.694	-0.011	0.002	-0.004
Si	24.47	-5.455	6.694	0.004	0.002	-0.001
Si	27.171	-2.747	6.704	0.011	-0.003	-0.004
Si	29.895	-0.019	6.711	0.006	-0.01	0.002
Si	32.617	2.701	6.758	0.013	0.002	-0.002
Si	29.886	5.461	6.741	-0.006	0.005	0.001
Si	32.607	8.147	6.729	0.008	-0.004	-0.007
Si	29.881	-5.46	6.736	0.008	0.01	0.007
Si	32.619	-2.718	6.724	-0.001	-0.013	0.001
Si	33.971	1.345	8.125	-0.007	0	0
Si	-28.587	4.074	8.154	0.005	-0.003	0
Si	33.965	6.79	8.105	-0.001	-0.004	-0.004
Si	-28.583	-6.799	8.118	-0.005	-0.003	-0.012
Si	33.964	-4.072	8.113	0.012	0.012	-0.003
Si	-28.58	-1.357	8.145	0.005	0.013	0.002
Si	-25.872	1.364	8.176	-0.009	-0.007	-0.001
Si	25.811	4.062	8.078	-0.01	0.003	-0.003
Si	-25.847	6.81	8.173	0.008	0.013	-0.001
Si	25.818	9.508	8.075	0.01	0.002	0.003
Si	-25.878	-4.071	8.172	-0.001	-0.006	-0.003
Si	25.817	-1.383	8.074	-0.002	-0.002	-0.004
Si	28.528	1.352	8.064	0.001	0.006	-0.007
Si	31.245	4.078	8.094	0.002	-0.003	-0.004
Si	28.514	6.806	8.088	0.012	0.003	0.002
Si	31.247	-6.815	8.097	-0.009	-0.003	-0.003
Si	28.519	-4.099	8.089	-0.004	-0.002	0.007
Si	31.246	-1.374	8.089	0	-0.003	0.001
Si	32.597	-0.018	9.468	0.002	-0.006	0.002
Si	-29.961	2.71	9.494	0	0.001	0
Si	32.602	5.43	9.467	0.001	-0.005	-0.001
Si	-29.954	-8.164	9.468	0.005	0.004	-0.005
Si	32.602	-5.446	9.46	0.012	0.008	-0.001
Si	-29.958	-2.722	9.486	-0.007	-0.002	-0.001
Si	-27.233	0.001	9.522	0.004	0	-0.002
Si	24.453	2.694	9.441	0.006	-0.005	-0.005
Si	-27.223	5.442	9.508	0.004	-0.007	-0.004
Si	24.469	8.137	9.446	0.005	0	-0.002
Si	-27.24	-5.444	9.511	-0.004	0.01	-0.002
Si	24.464	-2.747	9.445	-0.001	-0.005	0.006
Si	27.174	-0.017	9.437	0.011	-0.009	-0.002
Si	29.88	2.707	9.446	0.002	0.005	-0.003
Si	27.167	5.423	9.445	0.002	-0.001	-0.003
Si	29.881	-8.171	9.459	-0.007	0.004	0.001
Si	27.168	-5.462	9.455	-0.001	0.003	0.001
Si	29.882	-2.738	9.449	0.007	-0.011	0.002
Si	33.95	-1.372	10.842	0.009	0.002	0.006
Si	-28.603	1.36	10.865	-0.001	-0.007	0.004
Si	-31.329	4.071	10.841	0.002	-0.002	0.002
Si	-28.598	-9.516	10.847	0	-0.005	0
Si	-31.32	-6.805	10.825	-0.002	0	0.002
Si	-28.606	-4.082	10.858	-0.004	-0.001	0.001
Si	-25.87	-1.351	10.886	-0.007	0.012	0.002
Si	25.807	1.328	10.809	-0.005	0.007	-0.002
Si	23.105	4.048	10.818	-0.002	-0.001	0
Si	25.815	6.772	10.821	-0.006	-0.003	0.005
Si	23.112	-6.83	10.816	0.005	0.001	-0.001
Si	25.81	-4.111	10.822	0.009	-0.003	0.002
Si	28.525	-1.377	10.814	0.005	0.001	0.002
Si	31.232	1.344	10.82	0.003	-0.001	0.004
Si	28.517	4.058	10.814	-0.003	0.007	0.003
Si	31.232	6.782	10.825	-0.002	0.001	-0.001
Si	28.524	-6.82	10.826	0.003	0.008	0.005
Si	31.234	-4.096	10.822	-0.01	0	0.003
Si	35.31	-0.012	12.206	-0.006	0.007	0.002
Si	-27.243	2.732	12.216	-0.001	-0.001	-0.002
Si	-29.968	5.44	12.194	0.001	-0.002	-0.002
Si	-27.239	-8.162	12.222	-0.001	0.004	0
Si	-29.971	-5.448	12.206	0.006	0.009	0.003
Si	-27.245	-2.72	12.221	0.005	-0.009	-0.006
Si	-24.504	0.014	12.241	0.004	-0.01	-0.001
Si	27.162	2.687	12.178	0.001	-0.005	-0.007
Si	24.469	5.397	12.189	0.006	0.007	0
Si	27.171	8.13	12.19	0.014	0.001	-0.003
Si	24.463	-5.479	12.196	-0.007	-0.001	0.004
Si	27.17	-2.749	12.178	-0.007	-0.006	0.003
Si	29.878	-0.02	12.19	0	0.005	0.001
Si	32.587	2.7	12.19	-0.004	0.002	0.002
Si	29.87	5.417	12.185	0.006	-0.005	0.004
Si	32.592	8.152	12.177	0.005	0.002	-0.003
Si	29.884	-5.462	12.189	0.005	0.003	0.003
Si	32.582	-2.737	12.195	0.005	-0.011	-0.005
Si	33.948	1.346	13.558	0.016	-0.013	0.002
Si	-28.611	4.093	13.566	-0.007	0.006	0.005
Si	-31.338	6.797	13.543	-0.007	0.007	-0.007
Si	-28.606	-6.803	13.569	0.004	-0.006	0.012
Si	33.929	-4.101	13.56	-0.012	0.005	0.004
Si	36.661	-1.372	13.574	0.003	0.005	0.003
Si	-25.878	1.383	13.574	-0.001	0.006	0.004
Si	25.817	4.031	13.566	-0.001	-0.007	0.004
Si	-25.878	-9.512	13.598	0.013	-0.012	0.006
Si	25.815	-6.846	13.566	-0.005	0.004	0.006
Si	-25.88	-4.067	13.585	-0.001	0.012	-0.001
Si	-23.134	-1.34	13.599	0.007	-0.004	0.002
Si	28.506	1.326	13.552	-0.005	0.011	0
Si	31.215	4.047	13.548	0.004	0.003	0.01
Si	28.52	6.773	13.564	-0.01	0.004	0.009
Si	31.237	9.493	13.556	0.003	-0.006	0.004
Si	28.528	-4.104	13.548	0.009	-0.005	-0.002
Si	31.231	-1.376	13.567	-0.005	-0.002	0.008
Si	32.597	-0.015	14.929	0.007	0.013	0.004
Si	35.304	2.721	14.906	0	0.012	-0.007
Si	32.571	5.429	14.884	-0.001	-0.008	0.001
Si	-29.981	8.152	14.912	-0.007	-0.006	0.004
Si	32.584	-5.471	14.933	0.01	0	-0.006
Si	35.276	-2.736	14.918	0.004	-0.014	0
Si	38.034	0.008	14.905	0.011	0.002	0
Si	-24.525	2.757	14.934	0.001	-0.003	0
Si	-27.261	5.45	14.944	-0.002	-0.005	-0.002
Si	-24.513	-8.144	14.954	0.005	-0.004	-0.004
Si	-27.247	-5.435	14.927	0.001	-0.002	-0.002
Si	-24.504	-2.708	14.935	-0.003	-0.007	-0.009
Si	27.158	-0.055	14.914	0	0.003	-0.007
Si	29.856	2.686	14.921	0.003	-0.005	0.006
Si	27.174	5.396	14.93	0.011	0.001	-0.006
Si	29.886	8.131	14.93	0.013	0.008	-0.003
Si	27.181	-5.473	14.911	0.008	0.007	0.006
Si	29.872	-2.747	14.927	-0.002	0.004	0.001
Si	-14.683	-1.73	0.158	-0.045	0.21	0.71
Si	-11.808	1.121	0.236	-0.272	0.005	0.723
Si	-15.111	4.315	0.312	0.031	-0.203	0.717
Si	-12.49	7.08	0.124	0.346	-0.32	0.601
Si	-14.669	-6.873	0.241	-0.313	0.23	0.599
Si	-12.262	-3.734	-0.031	0.141	-0.323	0.648
Si	-9.674	-1.085	0.345	-0.019	-0.087	0.733
Si	-7.195	1.494	-0.058	0.368	-0.108	0.68
Si	-9.281	3.89	0.035	-0.217	0.158	0.668
Si	-6.977	6.922	0.27	0.065	-0.122	0.67
Si	-9.118	-7.116	0.083	-0.263	0.142	0.701
Si	-22.954	-4.311	0.166	-0.141	0.246	0.751
Si	-19.986	-1.627	0.282	-0.342	0.16	0.664
Si	-18.075	1.531	0.164	0.283	-0.113	0.676
Si	-20.166	3.793	0.472	0.095	0.061	0.655
Si	-17.352	-9.835	0.134	-0.182	0.27	0.69
Si	-20.538	-6.314	0.16	0.139	-0.395	0.714
Si	-17.874	-3.982	0.443	0.224	-0.075	0.697
Si	-13.559	-0.023	1.352	0.028	-0.011	-0.031
Si	-10.767	2.756	1.506	0.012	0.005	-0.051
Si	-13.544	5.501	1.532	-0.01	0.002	-0.048
Si	-10.797	8.143	1.37	0.003	-0.008	-0.032
Si	-13.4	-5.33	1.4	0.007	0.07	-0.031
Si	-10.848	-2.697	1.51	-0.023	-0.005	-0.061
Si	-8.146	0.101	1.572	0.01	0.036	-0.053
Si	-21.743	2.653	1.688	-0.014	-0.027	-0.032
Si	-8.178	5.373	1.483	-0.008	-0.018	-0.021
Si	-21.646	-8.147	1.224	-0.023	0.027	-0.037
Si	-8.091	-5.49	1.427	0.006	-0.001	-0.065
Si	-21.772	-2.678	1.393	-0.005	-0.021	-0.06
Si	-19.002	-0.018	1.659	-0.006	-0.003	-0.043
Si	-16.343	2.645	1.385	-0.013	0.009	-0.057
Si	-18.919	5.426	1.527	0.002	0.015	-0.059
Si	-16.325	-8.102	1.409	0.006	-0.033	-0.064
Si	-19.104	-5.401	1.757	-0.042	-0.027	-0.031
Si	-16.209	-2.795	1.569	0.007	0.023	-0.06
Si	-14.926	1.329	2.733	0.002	-0.001	-0.003
Si	-12.19	4.091	2.814	-0.017	0.002	0.019
Si	-14.935	-9.433	2.836	-0.04	-0.003	0.023
Si	-12.111	-6.763	2.755	-0.007	-0.027	0.018
Si	-14.836	-4.135	2.871	0.014	-0.018	0.008
Si	-12.246	-1.347	2.832	0.01	0.024	0.031
Si	-9.457	1.448	2.939	-0.025	-0.023	0.048
Si	-6.719	4.002	2.713	0.011	-0.032	0.006
Si	-9.539	6.752	2.805	-0.001	0.031	0.012
Si	-6.8	-6.821	2.877	-0.006	0.021	0.037
Si	-9.467	-4.11	2.768	0.02	0.003	-0.007
Si	-23.081	-1.325	2.785	-0.004	-0.019	0.003
Si	-20.413	1.27	2.997	0.019	0.005	0.03
Si	-17.603	4.025	2.859	0.018	-0.005	0.041
Si	-20.353	6.842	2.723	-0.029	0.004	0.001
Si	-17.665	-6.838	2.872	0.045	-0.017	0.008
Si	-20.472	-3.969	2.933	-0.023	0.04	0.045
Si	-17.55	-1.36	2.902	-0.02	-0.027	0.014
Si	-16.225	0.026	4.212	0.015	-0.007	0.006
Si	-13.581	2.712	4.116	-0.006	-0.014	0.016
Si	-16.26	5.446	4.178	0.004	0.01	-0.024
Si	-13.53	-8.089	4.142	-0.009	-0.002	0.012
Si	-16.261	-5.472	4.186	0.01	-0.002	-0.008
Si	-13.556	-2.711	4.222	0.001	0.022	-0.017
Si	-10.866	0.019	4.181	-0.017	0.021	-0.019
Si	-8.055	2.763	4.219	0.013	0.01	0
Si	-10.866	5.436	4.202	0.021	0.007	-0.006
Si	-8.176	8.12	4.173	-0.002	-0.003	-0.005
Si	-10.806	-5.438	4.168	-0.02	0.001	0.009
Si	-8.137	-2.724	4.128	-0.017	0.004	0.013
Si	-21.781	-0.063	4.278	0.001	0.002	0.023
Si	-19.012	2.717	4.219	0.001	0.006	-0.019
Si	-21.72	5.501	4.128	-0.005	0.011	0.011
Si	-19.035	8.138	4.186	-0.015	-0.008	0.016
Si	-21.778	-5.445	4.187	-0.025	-0.011	-0.01
Si	-19.002	-2.675	4.225	-0.016	0.004	-0.015
Si	-14.963	-1.335	16.36	-0.01	0.014	-0.006
Si	-12.192	1.4	16.347	0.006	-0.002	-0.012
Si	-14.947	4.154	16.347	0.005	0.004	-0.011
Si	-12.216	6.86	16.384	-0.001	-0.009	-0.01
Si	-14.944	-6.734	16.436	0.01	0.008	0.004
Si	-12.201	-4.054	16.407	0	-0.001	-0.002
Si	-9.482	-1.322	16.358	-0.004	-0.005	-0.008
Si	-23.158	1.4	16.273	0.015	-0.002	-0.007
Si	-9.462	4.13	16.362	0.009	-0.004	-0.008
Si	-23.143	-9.473	16.336	-0.016	0.001	0.003
Si	-9.469	9.564	16.389	0.003	0.007	-0.007
Si	-23.161	-4.05	16.332	-0.007	0.017	-0.005
Si	-20.405	-1.311	16.324	0.012	0.008	-0.01
Si	-17.674	1.425	16.357	0	0.005	-0.007
Si	-20.398	4.182	16.355	0.007	0.02	-0.002
Si	-17.701	6.875	16.382	0.005	-0.001	-0.003
Si	-20.414	-6.74	16.378	0.015	0.001	-0.002
Si	-17.67	-4.054	16.369	-0.002	0.007	-0.006
Si	-13.589	0.051	17.661	-0.006	-0.011	0.019
Si	-10.796	2.745	17.693	-0.009	0.008	-0.001
Si	-13.581	5.493	17.718	-0.021	-0.006	0.013
Si	-10.857	8.232	17.737	0.001	-0.012	-0.002
Si	-13.562	-5.378	17.816	-0.006	0.004	-0.001
Si	-10.799	-2.694	17.725	0.016	-0.004	0.03
Si	-8.132	0.02	17.739	0.012	0.016	0.003
Si	-21.799	2.784	17.599	-0.008	-0.011	0
Si	-8.129	5.496	17.755	0.003	0	0.025
Si	-21.77	-8.123	17.72	0.005	0.011	-0.008
Si	-8.047	-5.431	17.727	-0.009	-0.003	0.008
Si	-21.795	-2.653	17.66	-0.001	-0.011	-0.02
Si	-19.035	0.042	17.685	-0.014	0.002	0.013
Si	-16.336	2.839	17.7	-0.01	0.006	-0.006
Si	-19.058	5.552	17.78	-0.017	0.003	-0.011
Si	-16.371	-8.072	17.756	-0.016	-0.005	0.023
Si	-19.061	-5.361	17.746	0.01	0.003	0
Si	-16.294	-2.722	17.737	-0.001	-0.015	-0.001
Si	-14.922	1.486	18.971	0.017	0.002	-0.022
Si	-12.134	4.135	19.004	0.004	0.008	-0.021
Si	-14.978	6.867	19.045	-0.005	-0.004	-0.029
Si	-12.155	9.592	19.16	0.003	0.011	0
Si	-14.942	-4.029	19.193	-0.013	0.009	-0.015
Si	-12.25	-1.343	18.996	0.022	0.004	-0.029
Si	-9.473	1.389	19.104	-0.012	0.013	-0.005
Si	-23.195	4.108	18.937	-0.005	0.002	-0.032
Si	-9.479	6.918	19.098	0.004	0.002	-0.018
Si	-23.123	-6.78	19.078	-0.029	0.015	-0.001
Si	-9.34	-4.02	19.071	-0.002	0.047	-0.033
Si	-6.762	-1.321	19.11	-0.007	-0.018	-0.01
Si	-20.405	1.479	18.954	-0.001	0.006	-0.03
Si	-17.67	4.201	19.12	0.029	-0.01	-0.013
Si	-20.422	-9.404	19.178	0.033	-0.001	0.004
Si	-17.736	-6.703	19.161	0.002	-0.035	-0.015
Si	-20.445	-3.963	19.057	0.011	0	-0.019
Si	-17.675	-1.352	19.037	-0.019	-0.009	-0.012
Si	-16.254	0.066	20.25	0	0.001	0.035
Si	-13.496	2.789	20.33	-0.008	-0.024	0.038
Si	-16.315	5.568	20.507	-0.006	0.005	0.039
Si	-13.623	8.222	20.403	-0.022	0.007	0.063
Si	-16.342	-5.376	20.556	0.002	0.003	0.036
Si	-13.52	-2.655	20.495	-0.014	-0.017	0.047
Si	-10.901	-0.001	20.345	-0.002	0	0.059
Si	-8.1	2.75	20.461	0.015	-0.008	0.046
Si	-10.846	5.525	20.405	-0.013	-0.007	0.026
Si	-8.024	8.22	20.449	-0.009	-0.016	0.06
Si	-10.66	-5.374	20.435	0.008	-0.018	0.059
Si	-7.987	-2.711	20.557	-0.018	0	0.046
Si	43.489	0.16	20.303	-0.003	-0.017	0.091
Si	-19.066	2.81	20.391	-0.017	-0.005	0.039
Si	-21.852	5.44	20.327	0.007	-0.012	0.063
Si	-19.124	-7.985	20.632	-0.007	0.022	0.058
Si	-21.756	-5.355	20.425	0.031	-0.008	0.045
Si	-19.115	-2.606	20.459	0.003	0.025	0.033
Si	-14.681	-0.947	21.656	-0.035	-0.216	-0.707
Si	-12.412	1.2	21.701	0.161	0.129	-0.743
Si	-14.602	4.382	21.624	-0.198	-0.031	-0.726
Si	-12.47	6.65	21.676	0.123	0.051	-0.692
Si	-15.157	9.311	21.82	0.057	0.22	-0.728
Si	-11.834	-3.826	21.708	-0.2	-0.049	-0.705
Si	-9.735	-1.565	21.632	0.133	0.04	-0.796
Si	42.377	1.724	21.661	-0.139	-0.118	-0.714
Si	-9.278	4.358	21.688	-0.119	-0.175	-0.725
Si	-23.558	6.456	21.548	0.149	0.207	-0.759
Si	-8.971	9.931	21.764	-0.064	-0.047	-0.696
Si	-6.664	-4.227	21.917	0.041	0.219	-0.588
Si	-20.189	-0.852	21.657	-0.077	-0.301	-0.709
Si	-17.814	1.192	21.545	0.053	0.214	-0.682
Si	-20.688	3.934	21.693	0.173	0.074	-0.702
Si	-17.462	7.192	21.847	-0.1	-0.207	-0.77
Si	-20.255	-6.298	21.989	-0.126	-0.315	-0.679
Si	-17.953	-4.145	21.785	0.181	0.079	-0.673
Si	-7.517	-2.023	25.78	-0.101	-0.028	-0.105
Si	-9.332	-7.368	24.642	0.09	0.028	-0.047
Si	-10.703	-4.003	-2.877	-0.071	0.096	0.26
Si	-22.615	5.2	-6.313	0.057	-0.095	0.023
Si	-16.201	-1.596	-2.605	0.065	-0.022	0.136
Si	-8.439	0.271	23.895	0.078	0.073	-0.134
Si	-21.415	-0.908	24.587	0.022	0.085	-0.077
Si	-13.476	7.007	-5.337	-0.066	-0.001	-0.026
Si	-23.724	6.899	24.445	-0.068	-0.09	-0.062
Si	-5.626	-3.715	-6.415	0.005	-0.164	0.033
Si	-16.448	3.023	23.587	-0.018	0.016	-0.094
Si	-9.247	0.003	-5.103	0.054	-0.116	0.112
Si	-15.943	3.375	-4.825	0.097	-0.022	-0.014
Si	-9.784	-6.786	-2.947	0.053	-0.06	0.161
Si	-13.875	-6.666	-6.682	-0.041	0.033	0.01
Si	-19.847	-0.252	-6.663	-0.049	0.003	0.07
Si	-14.775	-7.135	-2.598	-0.035	-0.009	-0.023
Si	-16.462	6.158	-4.862	-0.007	-0.055	0.02
Si	-10.568	2.524	23.908	0.001	0.006	-0.2
Si	-18.803	-0.378	-2.049	-0.032	0.061	0.23
Si	-13.302	-3.647	-6.689	-0.011	-0.053	-0.081
Si	-13.487	2.625	-1.758	-0.015	-0.066	-0.008
Si	-17.31	-1.478	-7.064	-0.032	-0.035	-0.01
Si	-19.864	5.632	-7.11	-0.039	0.02	0.069
Si	-15.899	-2.852	23.632	-0.132	0.003	-0.036
Si	-12.153	7.612	-2.817	-0.166	0.034	0.138
Si	-24.512	1.65	24.21	0.03	0.033	-0.093
Si	-24.824	-2.262	-4.912	0.044	-0.021	-0.044
Si	-14.99	1.01	-3.46	0.169	-0.003	-0.048
Si	-21.885	4.993	-1.913	-0.035	0.12	-0.016
Si	-20.704	6.103	-4.291	0.001	-0.11	-0.108
Si	-22.668	2.283	-2.674	0.012	-0.032	0.044
Si	-24.665	4.319	25.49	0.03	-0.082	-0.136
Si	-11.807	7.305	24.594	0.015	0.011	-0.058
Si	-16.242	-5.989	-5.211	0.04	-0.072	0.133
Si	-24.026	-7.275	-4.376	-0.03	-0.022	-0.055
Si	-13.2	2.715	-4.662	-0.031	-0.134	0.011
Si	-10.838	-2.551	-5.417	-0.053	-0.04	0.016
Si	-19.001	-5.34	-4.614	0.119	0.034	-0.095
Si	-19.651	-3.1	-6.79	-0.051	-0.011	0.038
Si	-22.456	-7.067	-6.835	-0.059	0.061	0.069
Si	-15.671	-2.978	-5.022	0.017	-0.031	0.061
Si	-13.753	-5.062	23.693	0.057	-0.043	0.028
Si	-17.196	7.738	-2.53	0.021	-0.089	0.109
Si	-24.194	-4.762	25.648	0.109	0.003	-0.006
Si	-9.192	4.526	-2.905	-0.05	0.003	0.061
Si	-11.314	4.586	26.021	0.037	0.015	-0.021
Si	-24.745	-2.982	-2.033	0.063	0.101	0.044
Si	-21.415	-6.042	24.921	0.021	-0.013	-0.103
Si	-17.372	4.354	-7.041	-0.035	0.035	0.101
Si	-21.161	-7.477	-4.326	-0.007	0.019	-0.085
Si	-18.34	-5.724	-1.909	-0.093	0.035	0.196
Si	-10.181	2.864	-5.116	-0.008	0.074	0.235
Si	-18.738	5.222	23.763	-0.065	0.024	-0.048
Si	-14.908	-1.349	5.572	0.001	0.008	0.023
Si	-12.23	1.377	5.522	-0.01	-0.003	-0.001
Si	-14.906	4.083	5.517	0.009	-0.004	0.008
Si	-12.219	-9.491	5.52	-0.022	0.001	0.009
Si	-14.902	9.525	5.549	0.009	-0.022	0.019
Si	-12.177	-4.08	5.533	0.003	-0.004	0.002
Si	-9.495	-1.363	5.503	0.003	-0.009	-0.005
Si	-6.75	1.334	5.53	0.015	-0.002	0
Si	-9.466	4.104	5.542	0.002	-0.001	0.008
Si	-23.102	6.817	5.497	0.009	0	-0.002
Si	-9.49	-6.81	5.538	0.002	-0.008	0.007
Si	-23.153	-4.08	5.501	0.009	0.021	0.003
Si	-20.37	-1.363	5.604	0	-0.017	0.02
Si	-17.629	1.371	5.552	-0.008	-0.016	-0.004
Si	-20.386	4.116	5.508	-0.017	-0.001	0.014
Si	-17.662	6.778	5.527	-0.001	0	0.003
Si	-20.381	-6.787	5.523	0.015	-0.001	0.004
Si	-17.64	-4.086	5.523	0.017	0.02	-0.005
Si	-13.56	0.023	6.913	-0.003	-0.001	0.001
Si	-10.851	2.734	6.871	0	0.002	-0.005
Si	-13.565	5.456	6.879	0.004	0.004	0.005
Si	-10.863	-8.146	6.894	-0.007	-0.001	-0.006
Si	-13.559	-5.418	6.896	-0.01	0.004	-0.001
Si	-10.835	-2.714	6.889	-0.009	0.012	-0.001
Si	-8.139	-0.005	6.87	0.001	0.006	-0.002
Si	-21.765	2.743	6.843	-0.006	0.008	0.003
Si	-24.483	5.447	6.826	-0.004	-0.001	0
Si	-21.756	-8.141	6.866	-0.016	0.009	-0.001
Si	-24.504	-5.439	6.847	-0.002	-0.004	0.002
Si	-21.765	-2.746	6.881	0.014	-0.011	-0.005
Si	-19.009	0.029	6.911	-0.007	-0.002	0.009
Si	-16.279	2.745	6.893	-0.002	0.001	-0.01
Si	-19.029	5.449	6.894	0.005	-0.004	-0.007
Si	-16.291	8.155	6.873	0.01	-0.003	-0.005
Si	-19.011	-5.437	6.879	-0.001	-0.003	0.001
Si	-16.3	-2.708	6.891	-0.001	0.004	0.001
Si	-14.931	1.383	8.257	0.004	0.001	-0.004
Si	-12.203	4.101	8.237	0.005	0.005	-0.01
Si	-14.936	6.806	8.242	-0.014	-0.018	-0.005
Si	-12.214	-6.784	8.254	-0.002	-0.011	-0.005
Si	-14.931	-4.059	8.244	0.006	0.004	-0.003
Si	-12.199	-1.349	8.247	0.002	0.007	0.003
Si	-9.498	1.364	8.226	-0.009	-0.01	-0.007
Si	-23.128	4.097	8.199	-0.003	-0.007	0
Si	-9.497	-9.5	8.248	0.011	0.011	-0.002
Si	-23.126	-6.781	8.208	0.014	0.006	0.003
Si	-9.482	-4.078	8.239	0.002	-0.001	-0.005
Si	-23.134	-1.35	8.196	-0.001	0.003	-0.016
Si	-20.399	1.397	8.222	0.018	0.014	-0.003
Si	-17.658	4.097	8.243	-0.008	-0.007	0.003
Si	-20.396	6.822	8.228	0.006	0.006	-0.005
Si	-17.649	-6.794	8.231	-0.002	0.001	-0.003
Si	-20.386	-4.083	8.233	-0.012	0.01	0.008
Si	-17.656	-1.345	8.252	-0.006	-0.007	0.003
Si	-16.299	0.023	9.605	-0.006	-0.001	0.001
Si	-13.572	2.751	9.602	-0.004	-0.003	-0.002
Si	-16.303	5.461	9.602	-0.002	0	0.002
Si	-13.582	-8.143	9.601	-0.003	0.01	-0.002
Si	-16.299	-5.42	9.591	0.009	-0.003	-0.001
Si	-13.574	-2.698	9.601	-0.007	0.008	-0.003
Si	-10.851	0.017	9.6	0.003	-0.004	0
Si	-24.501	2.727	9.533	-0.001	-0.006	-0.006
Si	-10.855	5.462	9.603	0.001	-0.003	0.001
Si	-24.497	-8.149	9.543	0	0	-0.006
Si	-10.85	-5.423	9.602	-0.008	-0.001	0
Si	-24.506	-2.714	9.537	-0.003	-0.001	-0.005
Si	-21.768	0.017	9.554	0	-0.003	-0.005
Si	-19.034	2.746	9.59	-0.006	0	0.004
Si	-21.769	5.46	9.566	-0.006	-0.003	-0.004
Si	-19.029	-8.139	9.583	-0.004	-0.007	0
Si	-21.761	-5.432	9.575	0.008	-0.012	0.004
Si	-19.032	-2.705	9.588	-0.001	0.009	0.004
Si	-14.936	-1.336	10.958	0.011	0.003	-0.004
Si	-12.217	1.383	10.953	0.004	0	-0.004
Si	-14.937	4.111	10.961	0.001	0.003	-0.001
Si	-12.216	-9.494	10.961	-0.001	-0.011	-0.001
Si	-14.94	-6.774	10.954	-0.005	-0.007	0.003
Si	-12.215	-4.061	10.954	-0.002	0.004	-0.006
Si	-9.49	-1.348	10.944	-0.003	0.01	-0.001
Si	-23.134	1.38	10.901	-0.004	0.004	-0.001
Si	-25.865	4.093	10.879	0.006	0	0.004
Si	-23.136	-9.496	10.911	-0.002	0.011	-0.001
Si	-25.871	-6.79	10.882	0.01	-0.004	0
Si	-23.136	-4.063	10.905	0.009	0.003	-0.004
Si	-20.402	-1.332	10.924	0.003	0.003	0
Si	-17.67	1.389	10.949	-0.007	-0.003	0.001
Si	-20.401	4.115	10.932	0.01	0.003	0.001
Si	-17.669	6.829	10.947	0.007	-0.004	0.002
Si	-20.394	-6.777	10.935	-0.007	0.005	0.005
Si	-17.664	-4.057	10.947	-0.008	-0.001	0.002
Si	-13.578	0.027	12.313	-0.006	0.001	-0.002
Si	-10.865	2.752	12.305	-0.001	-0.003	0
Si	-13.587	5.483	12.323	-0.003	-0.003	0.003
Si	-10.856	-8.135	12.323	-0.009	-0.001	0
Si	-13.577	-5.415	12.314	0.003	0.003	-0.003
Si	-10.855	-2.698	12.305	-0.002	-0.006	-0.001
Si	-8.134	0.016	12.294	0.005	0.003	0.002
Si	-21.774	2.748	12.267	-0.002	-0.002	-0.006
Si	-24.507	5.456	12.247	0.001	-0.004	-0.006
Si	-21.775	-8.131	12.271	0.011	-0.009	0.001
Si	-24.508	-5.428	12.246	-0.005	0.004	-0.003
Si	-21.766	-2.704	12.263	-0.013	0.007	-0.005
Si	-19.044	0.032	12.292	0.001	-0.004	-0.002
Si	-16.308	2.754	12.31	0	-0.006	0.001
Si	-19.043	5.478	12.296	-0.012	0.001	0.001
Si	-16.312	8.196	12.304	-0.005	0.001	-0.002
Si	-19.033	-5.413	12.299	0	-0.006	0.003
Si	-16.303	-2.694	12.309	0.001	0.01	-0.004
Si	-14.941	1.393	13.664	0.012	-0.008	-0.003
Si	-12.216	4.123	13.667	-0.001	-0.004	0
Si	-14.949	6.858	13.674	-0.004	0.007	-0.005
Si	-12.218	-6.769	13.68	-0.003	0.007	0.006
Si	-14.936	-4.05	13.671	0.004	-0.008	0.004
Si	-12.215	-1.338	13.663	0	0.005	-0.005
Si	-9.494	1.39	13.64	-0.004	0.005	-0.003
Si	-23.136	4.118	13.613	0	0.002	0.001
Si	-9.486	6.829	13.677	0.008	-0.013	0.004
Si	-23.142	-6.77	13.62	-0.008	0.007	0.004
Si	-9.497	-4.055	13.665	-0.008	0.014	-0.001
Si	-6.774	-1.353	13.638	-0.001	-0.003	0.002
Si	-20.405	1.41	13.637	-0.006	0.006	0.003
Si	-17.672	4.13	13.656	0.003	0.005	0.003
Si	-20.409	6.852	13.638	-0.005	0.009	0.005
Si	-17.669	9.557	13.665	0.01	-0.01	0
Si	-20.405	-4.05	13.642	0.009	0.005	0.005
Si	-17.677	-1.325	13.649	-0.011	0.011	-0.004
Si	-16.319	0.04	15.01	-0.003	-0.013	-0.004
Si	-13.581	2.764	15.015	-0.01	0.002	0.002
Si	-16.328	5.512	15.018	-0.001	-0.004	-0.001
Si	-13.596	-8.101	15.049	-0.008	-0.013	0.004
Si	-16.297	-5.409	15.027	-0.008	0.004	0.006
Si	-13.569	-2.695	15.033	0	0.001	0.01
Si	-10.845	0.03	14.997	0.006	0.009	-0.001
Si	-8.134	2.749	14.992	0.001	0	0.002
Si	-10.856	5.483	15.031	-0.01	0.001	-0.001
Si	-8.117	8.184	15.041	-0.007	-0.002	0.008
Si	-10.85	-5.411	15.033	0	0.001	0.003
Si	-8.127	-2.698	15.01	-0.004	0.001	0.001
Si	-21.777	0.029	14.955	-0.011	-0.009	-0.004
Si	-19.047	2.784	15.007	-0.003	-0.006	0.005
Si	-21.778	5.493	14.977	0.009	0.002	0.003
Si	-19.058	8.216	15.011	-0.003	-0.004	-0.003
Si	-21.78	-5.407	14.992	-0.004	-0.008	0.002
Si	-19.033	-2.691	15.001	0.003	-0.003	-0.003
O	2.609	0.025	22.17	-0.063	-0.08	0.446
O	-7.14	0.918	23.158	0.147	0.078	0.296
O	-0.099	-3.374	-5.161	0.004	0.439	-0.322
O	-2.539	2.603	-0.323	-0.024	0.026	-0.33
O	2.813	6.833	-6.66	0.215	-0.388	-0.796
O	-9.581	-7.108	23.075	-0.33	-0.264	-0.141
O	3.605	1.953	-1.282	0.112	0.048	-0.608
O	-5.375	2.703	22.313	-0.033	0.177	0.21
O	8.153	-5.179	21.703	-0.16	0.183	0.154
O	-8.186	5.477	22.178	-0.034	0.009	0.576
O	-4.034	-7.732	-1.234	-0.138	-0.38	-0.02
O	-7.111	-3.791	-1.285	0.293	-0.123	-0.485
O	-1.833	-6.777	-2.058	0.483	-0.178	0.472
O	-2.042	-7.907	-6.099	0.143	-0.06	-0.481
O	4.6	-4.451	-1.342	0.382	0.219	-0.242
O	-6.293	6.163	-0.991	0.563	-0.304	-0.027
O	-5.207	3.034	-3.39	-0.484	0.187	0.151
O	-2.692	0.02	22.189	0.187	-0.197	0.584
O	8.015	2.738	-0.304	0.001	0.048	-0.15
O	5.405	0.121	-0.483	0.259	-0.099	-0.163
O	-5.282	6.091	-6.356	-0.033	-0.176	0.436
O	-0.917	-3.597	22.982	-0.223	0.182	-0.044
O	1.477	-1.065	-1.467	-0.217	0.249	-0.114
O	7.119	-0.721	22.997	-0.005	0.482	0.086
O	-0.031	5.435	-0.334	0.136	0.095	-0.562
O	-2.643	-5.357	22.24	-0.168	0.068	0.048
O	10.325	-3.939	22.703	0.091	-0.155	-0.029
O	1.243	-4.611	-3.004	-0.201	0.361	0.518
O	-6.36	7.063	23.125	0.412	0.017	0.123
O	-1.862	-0.602	-2.539	0.367	-0.534	0.329
O	0.462	1.66	25.035	-0.336	-0.064	0.038
O	-4.26	-0.918	-1.375	-0.72	-0.067	-0.369
O	1.797	-2.216	-3.847	0.125	0.046	-0.034
O	-1.528	-4.292	-1.581	-0.067	0.282	-0.34
O	-4.258	-6.994	23.375	-0.311	-0.147	0.145
O	-4.537	1.868	-5.631	-0.256	-0.088	-0.403
O	1.235	3.434	23.124	0.393	-0.274	0.408
O	4.254	1.714	23.187	0.172	0.179	0.064
O	4.368	7.52	22.934	-0.04	0.426	0.032
O	2.418	-0.313	25.684	-0.291	-0.484	-0.371
O	-1.026	3.822	24.33	0.333	-0.134	0.613
O	5.451	-2.697	22.267	-0.03	-0.107	0.461
O	-1.552	-5.32	-6.564	0.574	-0.008	-0.657
O	13.64	1.888	25.305	-0.162	0.491	-0.121
O	7.445	-1.355	-1.28	-0.147	-0.628	-0.333
O	-0.899	-2.083	25.073	0.183	0.234	0.474
O	8.012	2.534	-3.177	0.001	-0.004	0.594
O	12.047	-7.803	-5.998	0.023	-0.312	-0.107
O	4.577	6.085	-5.023	-0.083	0.335	-0.115
O	-8.18	7.853	24.878	0	-0.257	0.534
O	-6.703	-8.046	-5.584	0.308	0.401	-0.231
O	-1.632	6.226	23.341	-0.246	-0.062	0.218
O	8.66	-1.804	-6.757	-0.141	0.476	0.318
O	-8.766	0.125	-3.559	-0.346	0.23	0.377
O	-4.85	-1.34	22.919	-0.2	0.374	0.205
O	3.612	1.282	-5.587	-0.193	0.287	0.14
O	2.776	5.445	22.226	0.196	-0.162	0.068
O	12.268	0.473	-4.654	-0.293	-0.174	0.12
O	-3.312	4.27	22.936	0.185	0.129	0.208
O	5.293	3.076	25.147	0.049	-0.017	0.645
O	2.791	-2.87	-0.324	0.043	-0.159	-0.297
O	1.636	-6.159	23.18	-0.063	-0.012	0.252
O	-0.496	7.134	-4.512	0.089	-0.495	0.075
O	3.515	-4.308	23.185	0.153	-0.04	0.274
O	13.09	-4.253	-5.447	0.161	-0.425	0.333
O	0.501	0.112	-3.433	0.009	0.283	-0.59
O	0.808	-1.61	23.107	-0.118	0.413	0.524
O	5.034	-5.611	-3.765	0.305	0.134	-0.181
O	-0.498	0.964	-1.004	0.771	-0.195	-0.134
O	7.89	8.145	-0.454	-0.01	0.104	-0.508
O	-6.592	5.817	25.453	-0.37	-0.259	-0.137
O	-5.46	-5.594	-0.398	0.198	-0.074	-0.084
O	-3.802	-6.24	-5.383	0.175	-0.252	-0.042
O	4.048	4.278	-2.515	0.138	0.176	-0.305
O	1.824	3.835	-1.125	-0.378	0.228	-0.195
O	15.249	1.616	-1.681	0.16	-0.117	-0.089
O	-9.688	5.653	-3.987	-0.068	0.392	0.106
O	-7.029	7.326	-3.181	-0.101	-0.13	0.327
O	2.112	2.745	-3.44	0.18	-0.326	-0.1
O	-2.996	-8.072	25.466	0.42	-0.123	-0.337
O	0.012	-8.151	22.437	-0.09	-0.047	0.297
O	2.901	-5.6	25.412	0.104	-0.257	-0.095
O	2.571	8.097	-0.224	-0.163	-0.091	-0.236
O	-2.76	4.128	-3.491	0.167	0.473	-0.147
O	11.859	-1.815	22.971	0.165	-0.119	0.171
O	5.393	1.422	-3.548	-0.059	0.365	0.735
O	10.738	2.372	-3.64	0.08	-0.472	0.527
O	28.419	4.578	-1.346	-0.068	0.414	0.011
O	9.001	6.098	-6.997	0.459	0.108	0.336
O	-1.864	7.054	-1.232	0.169	-0.26	-0.232
O	10.068	-5.499	26.004	-0.29	-0.305	0.098
O	-2.727	5.975	-5.594	0.345	-0.415	0.397
O	-0.804	1.744	22.818	-0.089	-0.006	0.22
O	-3.027	5	25.379	-0.107	0.555	0.067
O	9.215	0.626	-1.36	0.57	-0.118	-0.487
O	-17.008	3.171	-6.017	-0.456	-0.529	-0.382
O	5.793	-6.728	-1.417	-0.117	-0.299	-0.059
O	6.181	3.761	22.783	-0.44	-0.334	-0.059
O	-24.445	-8.002	24.63	0.112	0.18	0.032
O	-5.57	-4.459	-4.973	-0.469	0.059	0.316
O	-1.318	1.933	-3.248	0.083	0.275	0.017
O	8.568	0.348	25.023	-0.29	0.041	0.354
O	-10.414	6.414	-6.467	0.13	0.534	-0.097
O	6.723	-6.56	23.229	-0.699	-0.407	0.359
O	-2.802	-2.689	-0.189	-0.167	-0.257	-0.105
O	4.837	5.47	24.349	-0.524	-0.277	0.043
O	-5.632	-8.07	25.315	-0.138	0.173	0.257
O	3.493	-2.513	-6.156	-0.548	0.121	0.433
O	5.922	7.667	25.145	-0.034	0.058	-0.02
O	-19.672	-6.343	-1.22	-0.21	-0.433	-0.313
O	0.917	-6.244	-0.98	-0.63	0.429	-0.065
O	-5.008	-2.246	-6.174	-0.319	0.443	-0.052
O	-9.7	1.441	-5.625	0.222	0.011	-0.588
O	-9.543	-6.502	-1.362	-0.032	0.554	-0.123
O	-14.185	-2.834	-5.611	0.148	0.424	0.429
O	2.898	2.206	25.478	0.073	0.586	-0.185
O	19.009	-0.147	22.118	0.084	-0.204	0.307
O	9.827	0.841	22.929	0.142	-0.392	0.143
O	-17.829	-6.33	-5.18	-0.121	-0.382	-0.417
O	13.438	2.855	-0.431	-0.185	-0.101	-0.456
O	22.638	6.227	-3.477	-0.396	0.328	0.432
O	-7.128	-3.649	-6.943	-0.038	-0.358	-0.25
O	19.687	1.441	-1.454	-0.424	0.226	-0.15
O	11.082	2.837	22.054	0.004	-0.06	0.125
O	24.5	-5.529	22.191	-0.049	-0.055	0.537
O	8.126	5.425	22.052	0.052	0.179	0.069
O	9.646	6.304	-1.048	-0.098	-0.107	-0.006
O	11.602	-1.589	-1.428	-0.145	0.566	-0.117
O	15.643	-4.188	-1.186	0.498	0.165	-0.364
O	-30.024	-0.092	22.039	-0.278	0.079	0.159
O	20.672	-4.061	-1.49	0.263	-0.364	-0.184
O	17.74	4.061	-5.429	-0.15	-0.092	-0.32
O	0.853	-7.189	-3.396	-0.144	-0.016	-0.019
O	13.526	-0.06	22.087	0.011	-0.026	0.469
O	24.447	2.751	-0.437	0.185	-0.073	-0.545
O	21.693	-0.046	-0.55	-0.255	-0.215	-0.469
O	9.785	7.126	23.037	-0.179	-0.412	0.665
O	15.325	-4.21	23.235	0.044	-0.214	0.087
O	22.366	-5.143	-5.862	-0.014	-0.596	-0.004
O	-17.035	5.785	-6.331	0.042	0.663	-0.202
O	23.178	-1.34	23.17	0.552	0.411	0.004
O	16.372	5.439	-0.506	0.013	-0.038	-0.25
O	13.466	-5.571	22.126	0.1	0.156	0.285
O	23.902	-1.436	25.602	-0.029	0.212	0.282
O	17.302	-6.216	-1.425	0.26	0.225	-0.096
O	-21.008	-6.561	23.428	-0.367	-0.44	0.106
O	29.893	7.498	-3.644	-0.662	0.288	-0.075
O	14.295	-0.123	-6.256	0.355	-0.011	0.058
O	-9.782	4.577	-1.383	-0.714	0.519	-0.167
O	21.375	-1.125	-5.598	0	-0.251	0.474
O	-15.056	6.904	-5.074	-0.014	0.354	-0.059
O	11.667	-7.385	22.785	0.301	-0.01	-0.036
O	9.258	2.932	24.33	-0.002	0.294	-0.247
O	17.287	3.592	23.063	0.217	-0.594	-0.183
O	-24.196	-2.862	-3.546	0.604	-0.085	-0.084
O	20.615	7.102	23.103	0.238	0.489	0.089
O	22.694	1.07	-5.273	0.02	0.112	-0.491
O	16.271	2.43	25.232	0.245	-0.199	0.555
O	27.234	-5.433	-0.666	-0.105	0.181	-0.25
O	21.664	-3.033	22.105	-0.226	0.099	0.432
O	6.026	-2.371	-6.774	-0.161	-0.557	0.146
O	24.529	0.571	-3.387	-0.435	0.109	0.381
O	23.486	-1.797	-1.382	-0.377	-0.158	-0.436
O	-10.762	-0.028	-0.295	-0.204	0.022	-0.383
O	16.403	6.175	-5.003	-0.441	-0.336	0.084
O	-14.804	-3.945	23.209	0.148	-0.035	-0.022
O	-15.688	-0.397	-3.548	-0.273	0.006	-0.346
O	11.02	1.341	25.346	-0.022	0.05	0.245
O	24.998	-0.23	-5.836	0.185	-0.365	0.254
O	12.083	2.83	-5.855	0.009	0.168	0.059
O	27.09	0.584	-3.834	-0.099	-0.303	-0.232
O	13.421	6.314	25.189	-0.331	-0.264	-0.02
O	26.392	-3.953	23.135	-0.123	0.464	0.129
O	13.367	-1.898	-4.504	0.418	-0.071	0.371
O	-17.629	-7.043	-2.479	0.26	0.06	-0.563
O	20.132	1.02	-6.236	0.351	-0.027	0.066
O	19.014	5.328	22.142	-0.01	0.208	0.012
O	24.498	-2.71	-3.651	-0.152	0.333	-0.258
O	2.138	7.003	-4.166	-0.028	-0.291	0.343
O	22.861	4.417	-1.606	-0.28	0.212	0.073
O	12.76	4.617	23.138	-0.076	-0.164	0.395
O	24.944	2.364	-5.273	0.585	-0.049	-0.496
O	22.843	-6.383	-1.512	-0.47	0.478	0.18
O	18.897	-2.819	-0.118	-0.197	-0.037	0.116
O	17.921	-6.231	22.972	-0.013	0.295	0.15
O	23.88	-6.569	25.307	0.165	0.165	-0.391
O	22.612	3.637	23.09	-0.153	-0.276	0.022
O	7.149	6.84	-5.262	-0.075	0.259	-0.028
O	15.15	4.551	24.282	-0.194	-0.325	-0.148
O	-17.447	-4.88	-0.857	0.789	0.146	-0.07
O	11.662	4.584	-1.326	0.386	0.007	-0.093
O	18.613	-3.828	24.064	-0.103	0.331	-0.025
O	28.264	0.724	25.116	0.118	0.349	-0.167
O	-19.06	-5.226	22.332	0.01	-0.014	0.12
O	22.562	-2.856	-7.131	0.504	0.254	-0.534
O	19.087	-6.145	25.26	-0.227	-0.404	0.107
O	-20.284	-1.692	25.409	0.041	-0.297	-0.373
O	18.713	2.48	-3.722	0.352	0.493	0.182
O	17.309	-1.751	23.24	-0.535	-0.263	0.063
O	-13.076	3.306	-3.156	-0.061	0.796	0.025
O	-30.791	2.966	-3.605	0.189	-0.38	0.023
O	-32.073	-4.205	-5.827	0.354	0.545	-0.511
O	24.467	8.111	-0.598	0.066	-0.12	-0.166
O	10.425	-5.812	-5.774	0.132	0.337	0.483
O	-19.415	0.24	-3.387	0.147	0.08	-0.291
O	17.221	-1.292	-1.303	-0.73	-0.005	-0.05
O	10.86	-5.543	-0.409	0.117	0.08	-0.195
O	-17.56	4.173	23.456	0.005	0.063	-0.315
O	20.228	6.244	-1.446	0.191	0.002	-0.43
O	18.652	-1.624	25.565	0.385	-0.018	0.022
O	18.541	4.191	-1.367	0.244	-0.404	-0.315
O	-11.514	-4.024	-1.463	-0.207	-0.004	-0.315
O	3.151	-6.409	-2.275	-0.027	-0.534	0.005
O	-5.996	-2.122	25.253	0.378	-0.062	0.661
O	18.12	0.119	-3.253	-0.617	0.336	-0.297
O	-10.531	-0.972	-5.251	-0.459	0.296	0.018
O	14.079	-2.631	24.878	-0.603	-0.035	-0.088
O	16.345	-8.158	22.119	0.207	-0.098	0.415
O	7.049	1.868	-5.493	-0.372	-0.298	-0.363
O	18.929	-8.07	-0.523	0.118	0.173	-0.548
O	20.33	-5.223	22.934	0.289	-0.246	0.294
O	-22.891	-1.556	24.692	-0.17	-0.027	0.649
O	11.436	-3.325	-3.459	0.097	-0.373	0.11
O	25.217	6.875	-3.906	0.549	0.498	-0.172
O	16.519	-3.19	25.358	-0.009	-0.11	0.753
O	-11.865	-2.914	-6.619	0.172	0.302	-0.304
O	32.099	6.159	-3.696	0.053	0.069	0.285
O	14.011	-6.256	-6.97	0.257	0.025	-0.015
O	10.661	-8.034	25.175	0.109	-0.499	0.353
O	15.163	1.607	23.11	0.226	0.247	0.113
O	-26.229	4.412	-1.358	0.313	-0.033	-0.565
O	-3.759	4	-7.071	-0.341	0.016	-0.269
O	22.972	3.82	-4.303	-0.219	-0.361	-0.001
O	14.738	0.201	-3.739	0.361	-0.656	0.402
O	-15.482	-6.689	-6.454	-0.383	-0.302	-0.354
O	23.411	-7.659	-3.793	0.321	0.072	-0.25
O	-11.785	2.908	-5.357	-0.032	0.004	-0.583
O	29.366	3.989	-7.064	-0.056	0.057	0.167
O	-22.855	3.614	-6.153	0.248	-0.064	0.6
O	7.611	0.051	-3.498	-0.271	-0.35	-0.511
O	14.995	7.286	-1.575	0.102	-0.069	-0.207
O	22.898	-7.407	23.037	-0.118	0.079	0.147
O	13.605	-2.796	-0.384	-0.139	0.04	-0.097
O	-22.193	5.889	-4.915	-0.336	0.172	0.152
O	26.214	0.688	23.338	-0.673	-0.239	0.198
O	-5.727	-3.735	23.214	0.13	-0.346	0.469
O	-22.711	6.326	-1.47	0.26	0.179	-0.635
O	-13.257	-5.218	-6.299	0.438	-0.14	0.203
O	28.061	-1.212	23.24	0.298	-0.668	0.208
O	21.853	7.928	25.209	-0.116	0.234	0.057
O	12.172	-7.668	-1.243	0.083	-0.164	0.03
O	25.59	-3.536	25.601	-0.392	-0.17	0.299
O	7.313	4.699	24.905	0.325	0.305	0.051
O	-25.991	3.841	26.242	0.063	-0.045	0.159
O	-26.641	5.812	-3.537	0.309	-0.447	-0.279
O	-31.566	6.97	-5.537	-0.11	-0.134	-0.696
O	-25.05	-1.521	23.06	0.144	0.689	0.2
O	-24.814	5.746	24.755	-0.595	0.076	-0.257
O	29.057	-7.155	-1.651	0.054	-0.169	-0.536
O	21.934	0.163	24.859	0.278	0.028	0.219
O	5.058	-0.767	-4.956	0.161	-0.287	0.423
O	27.507	5.608	-3.512	0.421	0.299	-0.698
O	21.058	-3.597	-4.107	0.556	0.3	-0.026
O	29.904	2.692	-0.4	0.077	0.001	-0.067
O	-27.434	-0.554	-3.407	0.676	-0.033	-0.109
O	26.78	-5.887	24.935	-0.533	-0.118	0.115
O	-28.557	1.344	-1.7	-0.421	0.408	-0.088
O	27.225	2.754	22.207	0.056	0.047	0.388
O	-24.495	-5.297	21.999	-0.008	-0.015	0.51
O	24.373	5.29	22.078	-0.109	-0.062	0.384
O	-22.923	3.861	-2.434	-0.603	0.095	-0.075
O	31.385	-3.468	-4.204	-0.186	0.251	-0.395
O	30.604	-1.532	-2.725	0.477	0.187	0.14
O	-26.21	-3.64	-2.054	-0.265	0.204	0.399
O	25.888	6.085	-1.486	0.474	-0.483	0.023
O	25.308	4.308	-3.445	0.169	-0.281	0.356
O	30.049	-0.014	22.186	0.298	-0.009	0.598
O	-24.477	2.755	-0.25	-0.132	-0.198	-0.597
O	-26.996	-0.105	-0.37	-0.238	0.183	-0.272
O	-19.675	5.846	-5.505	0.619	0.164	0.218
O	31.772	-3.932	23.021	0.11	-0.29	0.513
O	-31.729	-1.217	-1.468	-0.733	0.309	-0.244
O	21.39	2.721	25.236	-0.112	0.125	0.624
O	-29.936	-0.361	-3.146	-0.13	-0.204	-0.203
O	-32.638	5.484	-0.473	-0.148	-0.331	-0.264
O	29.875	-5.538	22.225	0.329	0.045	0.119
O	-8.079	-0.639	25.17	0.067	0.221	0.459
O	-31.667	-6.474	-1.226	0.057	0.372	0.258
O	26.308	6.483	23.188	0.291	-0.033	0.101
O	18.555	5.74	-3.497	-0.204	0.38	0.014
O	-28.493	-4.585	-1.239	0.014	-0.326	0.06
O	28.711	-0.452	-1.305	-0.264	-0.098	-0.178
O	-29.087	-2.859	25.436	0.238	-0.005	0.066
O	31.071	-3.979	-1.692	0.374	-0.645	-0.125
O	28.065	-7.282	23.11	0.01	-0.474	0.093
O	1.003	2.652	-5.971	-0.08	-0.604	0.246
O	-31.549	3.531	23.193	0.299	-0.143	0.471
O	-18.536	-4.731	-3.18	0.175	0.36	0.217
O	-28.037	7.017	23.106	0.469	0.181	0.226
O	24.309	7.283	24.629	-0.322	-0.091	-0.001
O	-30.66	5.553	-3.401	0.168	0.523	0.025
O	31.219	4.073	23.003	0	-0.003	-0.625
O	-27.183	-2.712	22.12	-0.044	-0.132	0.325
O	18.745	-4.343	-3.313	-0.039	-0.598	-0.002
O	-24.571	-0.674	-4.839	-0.221	0.159	0.015
O	-24.968	-1.579	-1.242	0.524	0.349	-0.078
O	30.214	-4.927	26.297	0.446	0.435	-0.189
O	-31.866	-6.806	-6.062	-0.349	-0.086	0.101
O	-31.888	-6.859	25.266	-0.782	0.083	-0.147
O	9.543	8.007	-5.276	0.045	0.016	0.149
O	-24.209	3.24	24.369	0.27	0.394	-0.701
O	-28.525	4.186	-2.72	0.351	-0.251	-0.007
O	6.169	4.438	-1.007	-0.083	-0.19	-0.362
O	-31.343	-7.569	-3.61	0.483	-0.118	0.168
O	30.686	6.577	23.153	0.095	0.282	0.273
O	16.302	-4.895	-3.617	-0.609	-0.402	-0.517
O	28.45	1.879	-5.717	-0.268	-0.095	-0.063
O	26.461	-1.102	25.292	0.295	-0.081	0.079
O	-24.158	0.938	25.605	-0.639	-0.291	0.328
O	-29.884	5.333	22.247	0.195	0.031	0.164
O	19.903	-2.821	-6.862	-0.35	0.226	-0.098
O	-16.099	2.669	25.107	0.379	-0.216	-0.007
O	-13.719	1.168	-4.48	0.093	-0.405	-0.219
O	28.745	4.757	22.916	-0.479	0.348	0.45
O	-29.226	-3.972	23.046	0.062	0.176	0.084
O	-28.036	2.943	25.015	-0.308	0.189	-0.243
O	-29.924	-2.71	-0.313	0.059	0.049	0.079
O	-30.786	-6.488	22.951	0.551	0.528	0.03
O	-28.426	-3.008	-3.381	-0.486	-0.135	0.254
O	-28.184	6.174	25.624	-0.066	-0.233	0.034
O	29.12	-7.172	25.506	0.221	-0.221	-0.173
O	-24.668	-3.419	24.878	-0.435	0.282	0.349
O	-31.989	-5.07	-3.36	0.447	0.074	0.199
O	11.172	-2.43	-5.896	0.013	0.129	0.084
O	-31.416	-3.618	24.555	-0.173	-0.332	0.285
O	-22.498	6.723	25.464	0.669	-0.222	-0.117
O	29.935	4.812	-3.581	0.392	-0.417	-0.047
O	-21.135	4.492	-0.603	-0.105	-0.086	0.083
O	-26.415	-2.487	-4.933	-0.404	-0.511	-0.163
O	-24.728	5.381	21.942	0.073	-0.108	0.204
O	3.685	-7.235	-5.506	-0.12	-0.207	0.396
O	-31.908	-1.814	22.75	-0.369	-0.095	0.292
O	-27.463	-5.491	-3.384	-0.337	-0.176	-0.458
O	7.704	2.501	26.248	-0.2	-0.194	-0.318
O	-28.757	-1.53	-5.525	-0.199	-0.347	-0.026
O	-24.398	8.132	-0.48	0.014	-0.083	-0.195
O	26.875	7.856	25.243	0.059	-0.088	0.685
O	-29.645	-5.47	25.088	0.431	-0.345	0.562
O	28.903	-3.49	-3.292	-0.371	0.077	0.536
O	31.153	0.647	-1.344	0.554	-0.11	-0.285
O	-11.176	3.189	25.237	-0.149	-0.307	0.5
O	-28.057	6.308	-1.273	0.3	0.21	-0.457
O	14.78	-5.151	25.718	0.417	-0.097	0.43
O	-30.667	3.917	-1.234	0.285	-0.19	0.133
O	20.638	1.595	23.058	0.451	0.284	-0.121
O	-4.193	4.29	-1.284	-0.074	0.555	-0.154
O	-16.086	2.144	-3.819	-0.644	0.219	0.41
O	31.744	-0.323	-6.185	-0.061	-0.597	0.162
O	-14.255	3.752	-0.938	0.342	0.352	-0.04
O	29.361	-0.796	-6.937	-0.156	0.31	0.037
O	32.573	-8.153	22.231	0.089	-0.073	0.209
O	-29.638	-8.094	24.763	-0.363	-0.274	0.14
O	-29.817	8.134	-0.444	-0.095	0.006	-0.55
O	-2.021	2.748	-5.617	0.388	-0.109	-0.225
O	-32.44	1.884	-5.408	-0.317	0.088	0.163
O	-27.594	3.277	-6.196	0.376	-0.105	-0.08
O	25.809	5.453	25.719	0.493	-0.14	0.237
O	31.709	-2.017	24.727	0.22	0.084	-0.26
O	-20.082	-0.879	-1.177	-0.41	0.248	-0.396
O	30.837	7.303	-1.201	-0.526	-0.033	-0.197
O	-24.225	-2.943	-6.248	0.482	-0.229	0.112
O	9.023	3.572	-5.291	0.256	0.483	-0.478
O	31.908	1.609	23.092	0.104	-0.447	0.328
O	30.051	4.897	25.207	-0.451	0.457	0.289
O	-22.546	1.453	-1.273	0.328	-0.429	-0.089
O	-14.421	3.465	-5.421	0.153	0.359	-0.481
O	-26.137	-6.353	-1.224	-0.101	0.133	0.093
O	-26.671	3.748	22.844	-0.233	0.551	0.433
O	-24.993	-6.245	-3.608	0.314	0.338	-0.185
O	27.897	-2.602	-5.635	-0.571	0.46	0.08
O	-32.391	-0.188	-3.849	-0.642	0.19	0.391
O	6.055	6.082	-2.962	0.17	0.607	0.107
O	-28.454	1.757	22.856	-0.482	0.258	0.388
O	4.547	-1.992	26	0.013	-0.105	-0.226
O	-26.23	-6.799	23.105	-0.399	-0.015	0.14
O	29.79	-2.535	-0.151	0.018	-0.007	-0.257
O	-28.562	0.794	-6.785	0.6	-0.111	-0.463
O	-27.013	7.568	-5.588	0.527	0.448	-0.183
O	-1.425	-5.184	-4.034	0.523	-0.234	0.006
O	28.152	-3.728	25.133	0.249	0.239	-0.419
O	28.759	-5.063	-5.397	0.136	-0.626	0.28
O	-20.323	-6.143	-4.199	-0.457	0.148	0.446
O	-7.852	5.974	-5.906	0.083	-0.216	-0.029
O	-0.146	4.038	-4.164	-0.003	0.396	0.019
O	-10.69	-8.104	-3.114	0.259	-0.3	-0.291
O	-26.904	-8.017	-3.072	-0.217	-0.203	0.368
O	-32.052	4.446	-5.37	-0.544	-0.089	-0.708
O	9.629	4.637	-2.984	-0.215	0.307	-0.019
O	31.494	-6.937	-2.716	-0.006	0.147	0.017
O	4.894	0.516	25.466	0.718	-0.289	-0.075
O	25.979	-1.206	-2.12	0.621	0.01	0.005
O	-8.328	-3.389	25.378	-0.414	-0.235	-0.608
O	-30.095	2.803	-6.105	0.072	0.293	-0.776
O	-13.59	0.162	22.171	-0.121	0.063	0.485
O	-23.604	1.085	22.995	0.043	-0.569	0.094
O	-7.093	-1.63	-2.761	0.37	-0.142	-0.541
O	-19.143	2.716	-0.219	0.102	0.224	-0.135
O	-9.684	3.121	-3.578	0.064	-0.443	0.368
O	2.148	-4.498	-5.384	-0.263	-0.264	-0.013
O	-12.173	2.042	-1.056	0.505	0.19	-0.038
O	-21.776	2.804	22.182	-0.144	0.026	0.754
O	-7.844	-5.312	22.341	0.009	0.014	0.224
O	-9.202	-3.402	-2.765	0.395	-0.204	-0.674
O	19.489	-1.956	-2.653	0.263	0.335	-0.04
O	-23.662	-3.838	-1.216	-0.207	-0.266	-0.213
O	-16.587	-1.822	-5.673	0.299	0.255	0.347
O	-23.831	1.598	-3.584	-0.566	0.226	0.013
O	19.834	-5.286	-5.819	-0.264	-0.535	-0.198
O	-3.499	-2.545	24.707	0.077	-0.508	0.056
O	-20.686	5.169	-2.989	0.335	-0.256	0.12
O	-18.938	0.124	22.049	0.024	-0.138	0.246
O	-8.206	2.731	-0.402	0.027	0.082	-0.016
O	6.247	-6.657	-5.772	0.566	0.019	0.452
O	-21.349	-7.787	-5.913	0.181	-0.492	-0.49
O	-17.335	-3.347	23.074	-0.245	0.289	0.188
O	-31.394	-2.567	-3.766	0.243	-0.114	-0.188
O	-15.578	7.783	-2.341	0.254	-0.367	0.246
O	-9.176	-0.723	22.883	-0.04	-0.225	0.013
O	-16.2	5.392	-0.251	-0.083	-0.13	-0.5
O	21.583	-2.457	25.169	-0.401	-0.225	-0.15
O	-24.741	7.583	-4.352	0.449	-0.515	-0.145
O	-14.972	-6.252	-1.25	-0.162	0.509	-0.094
O	-23.005	6.897	23.006	0.525	0.271	0.141
O	-20.159	-1.737	-6.053	-0.55	0.014	0.601
O	13.459	2.495	-3.566	0.002	0.644	0.387
O	-8.809	-1.769	-0.834	0.241	-0.149	-0.128
O	-13.57	-5.075	25.284	-0.407	0.193	0.054
O	-15.72	-2.91	-3.404	0.091	-0.589	0.043
O	-21.053	3.852	26.06	-0.137	-0.054	-0.608
O	-13.225	7.749	25.232	-0.51	-0.023	-0.352
O	-15.086	3.555	22.934	0.412	0.055	0.539
O	-17.805	-1.578	-2.461	-0.203	-0.593	-0.14
O	-11.873	7.395	22.99	-0.02	0.394	-0.115
O	-20.299	-5.039	25.499	0.089	0.167	-0.545
O	-13.157	-7.776	-5.748	0.55	0.138	0.202
O	-19.03	5.322	25.353	0.049	0.325	0.396
O	-10.789	-2.674	22.226	-0.19	0.081	0.376
O	-20.282	0.946	-5.68	0.07	0.7	-0.102
O	-15.377	-6.354	-3.883	0.345	0.234	-0.226
O	20.683	0.661	-3.706	0.497	-0.227	0.304
O	-15.535	-1.38	-1.169	0.014	0.13	-0.107
O	30.59	5.981	-5.858	-0.158	0.144	-0.033
O	-17.863	-4.257	25.966	0.348	-0.385	-0.727
O	25.39	-3.648	-1.376	-0.462	-0.227	-0.532
O	13.413	8.086	-3.455	-0.08	-0.21	-0.493
O	14.412	6.606	22.843	-0.423	0.013	0.347
O	-22.026	-0.218	-4.117	0.048	-0.607	0.303
O	-14.461	1.338	-1.966	0.119	-0.134	0.591
O	-18.225	6.64	23.189	-0.279	0.377	0.533
O	-9.514	4.008	-6.027	0.49	-0.349	-0.717
O	-16.24	-4.404	-5.466	-0.169	0.14	-0.432
O	24.876	4.861	-6.022	0.326	0.017	-0.304
O	-9.428	-3.223	-5.837	0.383	-0.236	0.301
O	-13.526	5.492	22.169	-0.061	0.11	0.498
O	21.422	-6.082	-3.677	-0.291	-0.352	0.144
O	21.536	5.317	24.818	-0.003	-0.066	0.156
O	17.559	4.832	25.339	0.198	-0.009	0.098
O	-20.068	4.704	22.993	-0.186	0.011	0.194
O	-6.278	0.657	-3.998	-0.324	-0.395	-0.469
O	-13.021	6.023	-6.53	-0.488	-0.621	0.125
O	-13.494	-2.719	-0.373	-0.332	0.262	-0.331
O	-14.34	-6.463	23.132	0.109	-0.582	0.503
O	-8.416	-6.925	-3.795	0.1	0.464	-0.389
O	-23.743	-6.743	-5.887	-0.281	0.497	-0.061
O	17.049	-7.997	-6.356	0.078	0.75	0.049
O	-22.861	-5.325	24.918	0.05	0.325	-0.448
O	15.276	-0.144	25.121	0.411	-0.184	-0.245
O	29.631	0.812	-3.514	0.173	-0.136	-0.448
O	7.87	-4.506	24.585	0.146	0.204	-0.259
O	9.272	-6.614	23.55	0.046	0.332	-0.385
O	7.71	-6.876	25.663	0.301	0.302	0.162
O	11.37	6.659	-2.905	0.423	-0.152	-0.186
O	11.074	-7.125	-3.6	-0.204	0.523	0.209
O	-12.346	-4.667	23.013	0.287	-0.238	0.569
O	30.689	0.049	25.956	0.319	0.239	-0.311
O	-15.484	-1.444	22.983	-0.233	0.354	0.311
O	-11.736	1.811	23.049	0.052	-0.029	0.296
O	23.687	3.963	25.45	0.056	-0.436	0.018
O	-25.422	-5.808	25.51	-0.401	0.096	0.394
O	-8.029	8.043	-0.299	-0.001	0.027	-0.238
O	3.317	7.463	25.367	-0.414	0.397	-0.164
O	-21.467	-7.263	25.963	0.167	0.123	-0.018
O	-18.25	-0.171	-6.908	0.339	0.631	0.106
O	-21.778	-5.347	-0.262	0.183	0.14	-0.634
O	19.448	0.891	25.333	-0.469	0.235	-0.068
O	-12.096	6.759	-1.433	0.451	-0.374	-0.146
O	-19.431	-4.237	-5.684	-0.226	-0.13	0.124
O	7.314	-1.973	25.277	-0.269	0.318	0.208
O	-7.583	4.747	-2.805	0.52	-0.336	0.197
O	-22.602	-7.32	-3.618	-0.084	-0.069	0.532
O	11.135	-3.226	25.094	0.892	0.221	0.075
O	17.592	1.566	-6.017	-0.29	-0.419	-0.292
O	-29.472	-7.952	-5.475	0.389	0.415	0.186
O	24.049	-5.223	-3.566	0.253	0.036	0.242
O	-16.289	-8.086	22.336	0.204	0.032	0.239
O	-8.966	-5.972	25.332	-0.165	0.252	0.162
O	-13.647	-8.114	-0.022	-0.076	-0.018	-0.002
O	-21.244	2.147	-3.463	0.265	0.502	0.336
O	14.799	-6.458	-2.083	-0.538	0.173	0.363
O	18.798	6.401	-6.057	0.594	0.079	0.178
O	-23.182	1.056	-6.096	0.022	-0.182	-0.321
O	-15.875	-2.711	25.228	0.501	0.309	0.232
O	20.721	4.338	-3.059	-0.009	-0.77	-0.407
O	-17.932	6.956	-1.324	-0.762	-0.155	-0.052
O	-13.207	-7.468	-2.772	0.341	0.236	-0.213
O	-17.463	7.077	-3.983	-0.184	-0.005	-0.442
O	-17.017	1.709	22.863	0.219	-0.442	0.275
O	15.911	-7.888	-3.914	0.464	0.151	0.281
O	-7.023	0.716	-1.489	0.586	-0.338	-0.11
O	16.066	2.493	-4.044	-0.094	0.317	-0.125
O	17.681	-3.922	-5.77	-0.214	0.232	-0.182
O	-9.905	3.707	23.034	0.039	-0.052	0.404
O	-18.566	2.834	25.999	-0.308	-0.694	0.07
O	31.053	-5.697	-6.546	-0.216	-0.367	0.316
O	-27.051	-7.895	25.219	-0.03	0.116	0.43
O	-20.977	-1.025	23.056	0.081	-0.389	-0.049
O	9.544	-1.482	-2.966	0.233	-0.091	-0.694
O	-20.415	7.577	-3.697	0.137	0.156	0.26
O	-4.368	-5.894	25.855	0.584	0.464	-0.225
O	-18.935	-2.838	-0.036	-0.074	0.089	-0.061
O	-3.868	-1.6	-3.916	-0.11	-0.488	0.166
O	-28.501	1.627	-4.309	-0.019	0.463	0.268
O	-30.92	-0.19	-6.092	-0.005	0.015	-0.205
O	-12.63	6.636	-4.012	-0.075	-0.795	0.15
O	-16.258	4.764	-4.058	-0.181	-0.02	0.51
O	12.76	-0.538	25.732	-0.303	-0.292	0.003
O	-10.713	-7.984	25.194	-0.016	0.21	0.4
O	17.117	-2.337	-3.751	-0.579	0.207	-0.144
O	8.268	6.931	26.196	0.244	0	-0.316
O	-21.581	0.566	25.263	0.508	0.644	0.157
O	6.489	4.314	-4.809	-0.48	-0.426	-0.026
O	-2.693	-3.284	-5.469	-0.062	-0.208	-0.376
O	-23.934	5.939	-6.807	0.043	0.231	0.651
O	9.708	-3.532	-1.438	-0.511	-0.126	-0.37
O	1.156	-7.637	-5.974	-0.488	0.475	-0.211
O	-9.443	1.45	24.327	0.213	-0.145	0.799
O	32.026	3.205	25.32	0.329	-0.156	0.328
O	-10.601	-5.499	-3.464	-0.317	-0.093	-0.393
O	12.436	-6.278	25.707	-0.017	0.329	-0.333
O	4.461	-4.926	-6.367	0.365	0.085	-0.442
O	-17.881	0.703	-1.239	0.497	-0.123	-0.076
O	-2.853	-0.777	-6.287	0.104	0.164	0.222
O	1.195	-3.822	24.466	-0.262	-0.004	0.154
O	-28.739	5.742	-6.143	-0.134	-0.389	0.46
O	23.515	7.066	-5.881	-0.494	0.354	0.107
O	-8.012	-0.452	-6.059	0.229	-0.131	0.391
O	9.377	-1.79	23.746	0.023	0.058	-0.176
O	26.535	-4.334	-4.132	-0.007	-0.384	0.358
O	4.374	6.415	-1.051	-0.174	0.04	-0.197
O	-26.086	1.445	23.916	-0.235	-0.461	-0.195
O	19.466	6.735	25.47	0.035	0.414	-0.02
O	-11.434	-3.115	-4.018	-0.711	0.278	0.085
O	-2.65	-0.117	25.753	0.222	0.255	-0.438
O	24.66	-4.051	-5.924	0.552	-0.018	-0.417
O	-5.779	-6.667	-3.598	0.183	0.13	0.269
O	3.146	-0.037	-3.306	0.046	0.185	0.137
O	-3.829	0.904	-3.229	0.211	0.214	-0.06
O	28.093	2.969	-3.382	-0.499	-0.07	0.35
O	26.261	1.257	-1.434	0.59	0.054	-0.058
O	-5.084	5.576	-3.27	-0.036	0.399	-0.157
O	-23.032	-3.268	22.779	0.319	-0.253	0.01
O	14.527	7.656	-6.101	-0.116	-0.54	-0.168
O	-11.422	5.791	24.965	0.145	-0.292	-0.075
O	-2.899	7.69	-3.581	-0.484	-0.11	-0.151
O	-3.769	-5.124	-2.983	0.029	0.245	0.441
O	2.332	4.655	-5.16	0.041	-0.124	-0.243

Results
total energy: -406622.436 eV
total energy less fixed offsets of O -438.25, Si -107.07 eV per atom: -9.636 eV
